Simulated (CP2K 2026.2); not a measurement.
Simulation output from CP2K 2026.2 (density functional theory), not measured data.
Periodic cell of 2016 atoms, Si1440O576, from a study of silicon, its oxide and their interface. The atomic structure is a simulated model.
Doubt: the forces sum to 4.51 eV/angstrom along one axis rather than to zero, so they err by at least 0.0022 eV/angstrom per atom on average; the grid cutoff is modest.

Settings: functional PBE; method Gaussian and plane waves; basis set DZVP-MOLOPT-SR-GTH; pseudopotentials GTH-PBE; grid cutoff 350 Ry, relative cutoff 50 Ry; k points Gamma only; occupations fixed; spin none; net charge 0.

Cell vectors (angstrom)
a 65.28 0 0
b 0 16.32 0
c 2.7085 -2.391 33.2901

Atoms and the computed forces on them: element, x, y, z (angstrom), force x, y, z (eV/angstrom)
Si 4.305 12.114 33.218 -0.223 0.366 0.711
Si 6.848 -1.226 33.181 -0.457 0.393 0.627
Si 1.524 4.156 0.28 -0.107 0.071 0.631
Si 3.691 7.014 0.203 0.303 -0.1 0.638
Si 1.446 9.176 0.28 -0.098 0.226 0.691
Si 3.786 12.347 0.449 0.045 0.075 0.668
Si 6.396 15.239 0.031 0.315 -0.325 0.701
Si 11.757 -0.855 33.115 0.233 -0.093 0.541
Si 6.762 3.722 0.091 -0.021 0.244 0.71
Si 9.228 6.988 0.026 0.118 -0.288 0.769
Si 7.021 9.255 0.079 -0.151 0.263 0.786
Si 12.409 9.994 33.07 -0.064 -0.088 0.791
Si 15.406 12.796 32.842 -0.111 -0.084 0.792
Si 18.466 -1.737 33.259 -0.071 0.245 0.751
Si 12.477 3.81 0.037 -0.271 0.166 0.489
Si 14.674 6.899 0.004 0.228 -0.104 0.689
Si 15.055 6.644 33.18 -0.111 0.353 0.71
Si 15.324 11.813 0.047 -0.258 0.205 0.791
Si 17.861 14.796 0.366 0.017 -0.023 0.58
Si 20.283 1.428 0.095 0.166 -0.049 0.658
Si 20.892 1.383 33.185 -0.253 0.088 0.687
Si 20.807 6.556 0.147 -0.176 0.176 0.739
Si 20.275 7.187 33.279 0.256 -0.191 0.722
Si 22.7 10.216 33.182 0.299 -0.099 0.791
Si 23.553 14.876 0.046 -0.336 0.124 0.631
Si 26.208 0.896 0.07 -0.049 0.229 0.765
Si 22.985 4.288 0.137 0.081 -0.237 0.703
Si 28.792 3.91 33.169 -0.132 0.303 0.739
Si 26.087 7.423 33.262 -0.219 -0.183 0.573
Si 25.696 12.526 0.115 0.215 -0.111 0.623
Si 28.568 15.184 0.068 0.049 -0.183 0.704
Si 31.525 1.201 0.073 -0.162 0.145 0.795
Si 31.108 1.774 33.123 0.191 -0.193 0.751
Si 33.819 4.503 33.151 0.191 -0.202 0.761
Si 31.525 6.72 33.106 -0.269 0.201 0.633
Si 31.317 11.908 0.066 -0.083 0.374 0.654
Si 36.419 12.86 33.211 0.222 -0.28 0.746
Si 39.259 -0.688 33.063 0.185 -0.297 0.669
Si 36.953 1.452 33.219 -0.074 0.178 0.833
Si 39.769 4.303 33.069 -0.17 0.088 0.719
Si 36.416 7.419 33.255 0.304 -0.367 0.63
Si 37.051 12.154 0.184 -0.222 0.035 0.654
Si 39.669 14.649 0.199 -0.01 0.204 0.697
Si 42.513 1.154 0.184 -0.14 0.167 0.821
Si 39.206 4.415 0.035 0.069 0.048 0.73
Si 42.25 6.948 0.321 -0.234 0.132 0.676
Si 39.222 9.929 0.024 0.15 -0.197 0.844
Si 41.934 12.568 0.166 0.212 -0.053 0.735
Si 44.797 15.373 0.234 0.021 -0.261 0.765
Si 47.603 1.668 0.304 0.241 -0.361 0.665
Si 45.247 3.81 0.25 -0.253 0.321 0.702
Si 47.314 7.046 0.082 0.091 -0.087 0.666
Si 45.139 9.324 0.036 -0.053 0.231 0.661
Si 48.005 12.044 0.118 -0.183 -0.012 0.699
Si 50.422 14.907 0.299 -0.284 0.173 0.595
Si 52.934 1.405 0.528 0.006 0.008 0.55
Si 50.745 3.518 0.133 -0.1 0.278 0.782
Si 56.067 4.027 33.257 -0.089 0.115 0.798
Si 50.092 9.709 0.019 0.085 -0.098 0.77
Si 52.441 12.466 0.018 0.515 -0.201 0.574
Si 54.954 15.462 0.021 0.251 -0.094 0.883
Si 60.348 -0.434 33.209 0.216 -0.153 0.768
Si 55.537 4.243 0.388 -0.037 0.075 0.539
Si 58.301 7.276 0.132 0.117 -0.34 0.672
Si 58.68 6.993 33.27 -0.298 0.176 0.752
Si 61.052 9.963 33.055 0.056 -0.078 0.774
Si 64.067 12.439 33.217 -0.182 0.161 0.69
Si 63.668 1.939 0.033 0.221 -0.441 0.628
Si 63.942 1.631 33.277 -0.291 0.212 0.679
Si 63.653 7.117 0.481 0.179 -0.484 0.566
Si 61.295 9.3 0.501 -0.168 0.35 0.659
Si 63.558 12.567 0.181 0.14 -0.128 0.757
Si 2.563 -0.013 1.205 0.024 -0.055 -0.112
Si 5.271 2.615 1.455 -0.043 -0.062 -0.06
Si 2.549 5.656 1.708 0.063 -0.063 -0.11
Si 5.401 8.144 1.383 -0.057 0.009 -0.086
Si 2.49 10.85 1.585 -0.054 -0.122 -0.036
Si 5.406 13.642 1.464 0.041 0.012 -0.06
Si 8.09 -0.031 1.282 -0.076 -0.002 -0.059
Si 10.79 2.607 1.138 -0.071 -0.005 -0.023
Si 8.058 5.348 1.257 -0.049 0.011 -0.137
Si 10.862 8.023 1.377 -0.063 0.026 -0.094
Si 8.262 10.962 1.198 -0.053 0.097 -0.145
Si 11.143 13.753 1.011 -0.007 0.155 -0.053
Si 13.973 16.111 1.304 -0.121 0.102 -0.085
Si 16.556 2.574 1.139 -0.077 0.087 -0.062
Si 13.624 5.336 1.377 0.003 0.029 -0.054
Si 16.364 8.004 1.251 -0.087 0.046 -0.054
Si 13.565 10.723 1.153 -0.016 0.028 -0.038
Si 16.392 13.384 1.465 -0.052 -0.005 -0.031
Si 19.201 -0.051 1.54 -0.055 -0.012 -0.015
Si 21.906 2.588 1.326 -0.069 0.032 -0.033
Si 19.175 5.367 1.319 -0.03 0.024 -0.048
Si 22.014 8.236 1.254 -0.022 0.089 -0.037
Si 19.137 10.834 1.243 -0.065 -0.009 -0.023
Si 21.792 13.653 1.12 -0.025 -0.006 -0.051
Si 24.696 -0.104 1.534 -0.063 0.065 0.014
Si 27.292 2.618 1.226 -0.046 0.09 -0.034
Si 24.588 5.36 1.41 -0.027 0.022 0.017
Si 27.203 8 1.114 -0.063 0.071 -0.012
Si 24.619 10.982 1.482 -0.015 0.052 0.019
Si 27.379 13.571 1.319 -0.008 0.078 -0.008
Si 30.004 0.038 1.422 0.035 0.112 -0.001
Si 32.729 2.724 1.328 0.074 0.052 0.023
Si 29.956 5.33 1.18 -0.043 0.072 0.028
Si 32.691 8.052 1.163 0.007 0.09 0.043
Si 29.804 10.702 1.297 -0.031 0.001 0.068
Si 32.582 13.58 1.193 0.073 0.048 0.016
Si 35.436 0.023 1.096 0.039 0.025 0.075
Si 38.036 2.811 1.251 0.024 -0.095 0.047
Si 35.429 5.503 1.098 0.063 -0.018 0.004
Si 38.092 8.251 1.233 0.009 -0.06 0.012
Si 35.324 10.958 1.24 0.062 -0.005 0.033
Si 38.189 13.569 1.623 0.02 -0.069 0.072
Si 40.823 0.032 1.347 0.007 -0.095 -0.019
Si 43.573 2.781 1.503 -0.096 -0.138 -0.061
Si 40.736 5.574 1.413 -0.049 -0.151 0.003
Si 43.583 8.378 1.53 0.011 -0.111 -0.027
Si 40.778 11.009 1.444 -0.026 -0.111 -0.037
Si 43.574 13.73 1.399 -0.028 -0.13 -0.071
Si 46.379 0.097 1.562 -0.078 -0.082 -0.123
Si 49.123 2.755 1.671 -0.064 -0.001 -0.119
Si 46.269 5.51 1.498 -0.107 -0.07 -0.09
Si 48.919 8.188 1.368 -0.05 -0.037 -0.157
Si 46.328 10.913 1.336 -0.099 -0.058 -0.077
Si 48.98 13.601 1.576 -0.053 -0.027 -0.12
Si 51.544 0.036 1.745 -0.001 -0.021 -0.106
Si 54.286 2.822 1.742 0.079 0.063 -0.063
Si 51.716 5.357 1.309 -0.034 0.01 -0.178
Si 54.363 8.162 1.252 0.082 0.066 -0.136
Si 51.561 10.855 1.455 0.005 -0.022 -0.159
Si 54.147 13.631 1.29 0.047 -0.035 -0.087
Si 56.749 0.169 1.23 0.138 -0.004 -0.084
Si 59.529 2.849 1.163 0.132 -0.027 -0.041
Si 57.102 5.614 1.401 0.114 0.099 -0.03
Si 59.656 8.262 1.737 0.092 -0.05 0.057
Si 57.05 10.997 1.297 0.114 0.07 -0.11
Si 59.687 13.707 1.195 0.103 0.03 -0.075
Si 62.506 0.154 1.168 0.109 0.035 0.038
Si 65.28 2.813 1.519 0.053 -0.057 -0.042
Si 62.405 5.435 1.471 0.079 -0.019 -0.007
Si 65.218 8.219 1.781 0.078 -0.005 -0.02
Si 62.416 11.037 1.519 0.08 -0.005 -0.021
Si 65.205 13.659 1.39 0.066 -0.021 -0.056
Si 1.29 1.32 2.734 0.042 -0.103 0.005
Si 3.999 4.108 2.792 -0.068 -0.003 -0.043
Si 1.234 6.89 3.127 0.027 -0.048 0.055
Si 4.038 9.521 2.786 -0.031 -0.026 -0.026
Si 1.161 12.274 2.861 0.01 0.013 0.001
Si 3.98 15.039 2.716 -0.064 0.019 -0.021
Si 6.748 1.304 2.747 -0.04 -0.015 -0.064
Si 9.501 4.004 2.598 0.001 0.018 -0.078
Si 6.76 6.737 2.704 -0.015 0.021 -0.077
Si 9.557 9.552 2.634 -0.037 0.012 -0.055
Si 6.864 12.239 2.66 -0.036 -0.016 -0.065
Si 9.626 14.937 2.492 -0.056 -0.005 -0.06
Si 12.342 1.237 2.456 -0.069 0.018 -0.043
Si 15.106 3.924 2.54 0.03 0.011 0.039
Si 12.234 6.673 2.725 -0.029 0.05 -0.001
Si 14.974 9.405 2.59 -0.015 0.056 0.061
Si 12.323 12.25 2.499 0.007 0.04 -0.1
Si 15.077 14.766 2.802 0.051 0.023 0.051
Si 17.786 1.341 2.744 -0.085 0.06 0.069
Si 20.535 3.994 2.685 -0.033 0.003 0.075
Si 17.744 6.692 2.625 -0.007 0.034 0.022
Si 20.54 9.498 2.596 -0.074 -0.009 0.013
Si 17.803 12.069 2.75 -0.022 0.001 0.098
Si 20.601 14.893 2.74 -0.035 -0.045 0.066
Si 23.262 1.288 2.733 -0.096 0.035 0.012
Si 25.93 3.928 2.668 -0.023 0.039 0.052
Si 23.285 6.837 2.685 -0.065 0.045 0.026
Si 25.958 9.419 2.6 -0.02 -0.005 0.028
Si 23.106 12.297 2.649 -0.101 0.101 0.066
Si 26.024 14.831 2.805 -0.026 0.023 0.078
Si 28.615 1.364 2.716 -0.024 0.069 0.077
Si 31.306 4.048 2.615 0.001 0.049 0.052
Si 28.586 6.7 2.562 -0.016 0.075 0.073
Si 31.293 9.395 2.577 0.053 0.062 0.116
Si 28.579 12.115 2.681 0.01 0.105 0.04
Si 31.297 14.876 2.67 0.014 0.041 0.107
Si 34.078 1.305 2.61 0.074 -0.018 0.109
Si 36.684 4.153 2.607 0.008 -0.023 0.122
Si 34.044 6.753 2.543 0.036 0.004 0.066
Si 36.656 9.538 2.595 0.055 -0.021 0.131
Si 33.97 12.292 2.605 0.033 0.029 0.111
Si 36.702 15.037 2.626 -0.016 -0.019 0.106
Si 39.423 1.443 2.609 0.018 -0.078 0.044
Si 42.132 4.176 2.729 -0.044 -0.118 0.028
Si 39.396 6.95 2.721 -0.004 -0.075 0.082
Si 42.168 9.696 2.8 -0.08 -0.114 0.04
Si 39.487 12.234 2.945 0.034 -0.12 0.129
Si 42.184 15.04 2.789 -0.042 -0.119 0.025
Si 44.969 1.463 2.885 -0.071 -0.097 -0.022
Si 47.701 4.209 2.864 -0.081 -0.063 -0.096
Si 44.876 6.874 2.827 -0.046 -0.12 -0.023
Si 47.61 9.551 2.793 -0.043 -0.058 -0.101
Si 44.936 12.301 2.7 -0.057 -0.104 -0.059
Si 47.614 14.963 2.899 -0.064 -0.061 -0.069
Si 50.258 1.365 3.107 -0.005 -0.009 -0.039
Si 52.897 4.164 2.969 0.023 0.056 -0.033
Si 50.338 6.793 2.663 0.019 -0.034 -0.142
Si 53.021 9.501 2.687 0.059 0.018 -0.068
Si 50.315 12.227 2.917 0.006 0.001 -0.083
Si 52.938 14.892 2.897 0.059 -0.001 -0.021
Si 55.652 1.378 2.912 0.127 0.022 0.029
Si 58.379 4.17 2.744 0.114 0.025 0.015
Si 55.697 6.92 2.768 0.089 0.056 0.009
Si 58.286 9.71 2.879 0.083 0.096 0.035
Si 55.625 12.331 2.627 0.098 0.03 0.003
Si 58.252 15.078 2.516 0.088 0.073 0.044
Si 60.99 1.44 2.522 0.121 0.042 0.059
Si 63.836 4.143 2.83 0.05 0.079 0.034
Si 61.063 6.794 2.888 0.159 -0.012 0.064
Si 63.791 9.684 2.909 0.023 0.004 0.051
Si 60.973 12.398 2.744 0.094 0.006 0.059
Si 63.829 15.122 2.652 0.039 -0.022 0.025
Si 65.193 0.034 4.114 0.013 -0.027 0.033
Si 2.65 2.71 4.107 -0.003 -0.001 -0.031
Si 65.138 5.449 4.295 -0.021 -0.018 0.028
Si 2.724 8.244 4.271 0.013 0.05 -0.008
Si 65.146 10.975 4.28 0.017 0.015 0.024
Si 2.64 13.653 4.088 0.007 -0.005 -0.018
Si 5.38 -0.002 4.114 0.003 -0.009 -0.023
Si 8.149 2.7 4.023 -0.028 0.031 -0.01
Si 5.418 5.432 4.125 -0.034 0.042 -0.03
Si 8.158 8.17 3.987 -0.021 0.007 -0.022
Si 5.453 10.918 4.053 -0.013 0.023 -0.035
Si 8.247 13.622 3.952 -0.015 0.036 0.022
Si 10.951 -0.03 3.908 0.016 0.024 -0.021
Si 13.648 2.634 3.89 -0.007 -0.011 -0.011
Si 10.841 5.345 4.026 -0.027 -0.022 0.016
Si 13.621 8.094 4.002 0.012 0.016 -0.01
Si 10.94 10.924 3.942 -0.029 0.037 -0.018
Si 13.618 13.484 4.049 -0.031 -0.02 0.03
Si 16.402 -0.056 4.056 -0.016 0.047 -0.028
Si 19.139 2.703 4.082 0.026 -0.018 -0.014
Si 16.383 5.334 3.972 -0.037 -0.011 -0.009
Si 19.117 8.119 3.937 -0.015 0.029 -0.024
Si 16.34 10.752 4.02 -0.06 0.019 -0.03
Si 19.146 13.533 4.041 0.002 -0.002 -0.04
Si 21.893 -0.046 4.102 -0.001 0.001 0.004
Si 24.561 2.668 4.087 0.016 0.023 0.012
Si 21.868 5.436 3.996 -0.012 -0.02 -0.038
Si 24.6 8.158 4.056 0.001 0.002 0.02
Si 21.81 10.878 4.019 0.009 0.018 -0.034
Si 24.519 13.553 4.073 0.001 -0.016 -0.026
Si 27.294 -0.024 4.1 -0.018 0.001 -0.023
Si 29.971 2.724 4.04 -0.027 -0.006 -0.015
Si 27.257 5.366 3.989 0.001 0.022 -0.031
Si 29.934 8.068 3.966 -0.013 -0.014 -0.044
Si 27.228 10.787 4.033 -0.044 -0.001 0.024
Si 29.938 13.516 4.02 -0.011 0.02 -0.014
Si 32.682 -0.05 3.984 0.019 0.022 -0.035
Si 35.369 2.731 3.981 -0.013 0.021 -0.025
Si 32.664 5.425 3.947 0.014 0.011 -0.002
Si 35.338 8.14 3.96 0.015 0.017 -0.014
Si 32.625 10.843 3.93 -0.022 -0.009 -0.034
Si 35.342 13.636 3.979 0.002 0.006 0.007
Si 38.078 0.063 3.992 0.004 -0.008 0.001
Si 40.782 2.758 4.035 0.01 0.013 0.002
Si 38.048 5.494 4.008 0.02 -0.031 -0.019
Si 40.807 8.245 4.087 -0.001 -0.03 -0.014
Si 38.024 10.824 4.082 0.006 -0.012 -0.013
Si 40.865 13.655 4.177 0.033 0.01 0.004
Si 43.559 0.058 4.156 0.006 -0.031 -0.048
Si 46.316 2.822 4.204 0.013 0.004 -0.011
Si 43.497 5.491 4.127 0.045 0 0.005
Si 46.265 8.198 4.166 -0.022 0.015 -0.006
Si 43.569 10.992 4.129 0.03 0.013 -0.005
Si 46.229 13.599 4.177 -0.01 -0.023 -0.016
Si 48.906 -0.034 4.335 0.022 -0.022 -0.003
Si 51.643 2.758 4.345 0.007 0.008 -0.003
Si 49.039 5.536 4.194 0.004 -0.005 0.011
Si 51.676 8.153 4.076 -0.01 -0.02 -0.038
Si 48.939 10.865 4.207 -0.032 0.015 0.001
Si 51.649 13.563 4.285 -0.026 -0.002 0.023
Si 54.315 -0.027 4.219 -0.012 0.002 -0.035
Si 57.069 2.775 4.148 -0.003 0.008 -0.007
Si 54.368 5.53 4.179 0.025 -0.026 -0.06
Si 57.002 8.255 4.191 0.014 -0.052 -0.012
Si 54.359 10.902 4.052 0.017 0.018 -0.02
Si 57.008 13.681 4.004 0.015 0.005 -0.034
Si 59.69 0.059 3.951 0.021 -0.034 -0.036
Si 62.4 2.724 4.038 -0.002 -0.072 -0.07
Si 59.732 5.432 4.208 -0.006 -0.031 -0.007
Si 62.448 8.216 4.181 -0.003 -0.019 -0.011
Si 59.721 11.013 4.177 0.029 -0.015 0.009
Si 62.447 13.733 4.034 0.05 -0.029 -0.043
Si 1.424 15.112 16.353 0.021 -0.02 0.029
Si 4.172 1.508 16.328 0.019 0.017 0.01
Si 1.421 4.216 16.34 0.034 -0.003 0.017
Si 4.128 6.958 16.32 0.027 -0.011 0.007
Si 1.429 9.66 16.376 0.011 0.021 0.009
Si 4.116 12.393 16.306 0.006 -0.008 -0.005
Si 6.823 15.104 16.299 0.006 0.015 0.025
Si 9.588 1.519 16.228 0.022 0.003 -0.013
Si 6.863 4.253 16.274 0.009 -0.018 0.004
Si 9.546 6.95 16.243 0.007 -0.011 0.002
Si 6.847 9.675 16.276 0.016 -0.014 0.01
Si 9.543 12.391 16.287 0.026 -0.013 0.009
Si 12.255 15.057 16.266 0.003 0.002 0.007
Si 14.976 1.428 16.244 0.01 -0.005 0.009
Si 12.265 4.197 16.217 0.003 -0.004 -0.012
Si 14.947 6.873 16.257 0.017 0 -0.002
Si 12.259 9.632 16.242 0.004 0.009 0.003
Si 14.948 12.326 16.232 -0.006 0.001 0.001
Si 17.681 14.99 16.264 0.019 0.004 0.004
Si 20.358 1.395 16.245 0.001 -0.004 0.004
Si 17.688 4.128 16.269 0.012 -0.002 -0.002
Si 20.403 6.793 16.297 -0.008 0.005 0.003
Si 17.655 9.555 16.234 -0.017 -0.012 0.002
Si 20.413 12.236 16.276 -0.001 0.014 -0.007
Si 23.099 14.942 16.223 0.015 -0.01 -0.007
Si 25.865 1.348 16.302 0.027 -0.012 -0.001
Si 23.12 4.119 16.322 -0.006 0.005 0.015
Si 25.806 6.817 16.338 0.003 -0.026 0.015
Si 23.116 9.514 16.352 -0.002 -0.006 0.022
Si 25.855 12.181 16.283 0.004 -0.003 0.011
Si 28.587 14.963 16.31 0.017 0.009 -0.005
Si 31.249 1.282 16.206 0.006 -0.009 -0.011
Si 28.504 4.075 16.274 0.023 -0.003 0.011
Si 31.213 6.744 16.284 -0.016 -0.016 -0.011
Si 28.524 9.509 16.357 -0.006 -0.003 0.022
Si 31.266 12.234 16.304 -0.006 0.015 0.005
Si 33.946 14.892 16.23 -0.019 -0.001 0.015
Si 36.672 1.273 16.23 -0.007 -0.029 0.001
Si 33.951 3.987 16.251 0.018 -0.02 0.003
Si 36.626 6.699 16.106 0.001 0.016 -0.012
Si 33.95 9.5 16.219 0.012 -0.005 0.009
Si 36.659 12.145 16.209 -0.02 -0.031 0.016
Si 39.401 14.921 16.214 0.015 0.014 0.007
Si 42.135 1.308 16.218 -0.008 -0.012 0.006
Si 39.426 4.017 16.184 -0.006 0.005 0.019
Si 42.083 6.693 16.269 -0.027 0.001 0.01
Si 39.36 9.429 16.206 0.002 0.011 0.017
Si 42.119 12.168 16.189 -0.007 -0.021 0.005
Si 44.874 14.915 16.251 0.014 0.012 0.006
Si 47.546 1.276 16.318 -0.014 0.011 -0.006
Si 44.829 4.017 16.335 0.01 0.019 0.013
Si 47.539 6.675 16.335 -0.029 -0.001 0.013
Si 44.823 9.422 16.227 -0.023 0.027 -0.006
Si 47.583 12.113 16.268 -0.009 -0.019 -0.012
Si 50.363 14.887 16.345 0.01 0.016 0.006
Si 53.022 1.27 16.391 -0.014 -0.011 0.011
Si 50.27 3.968 16.346 -0.012 -0.003 -0.003
Si 52.997 6.693 16.379 -0.029 -0.012 0.007
Si 50.253 9.411 16.393 -0.01 0.027 0.025
Si 53.023 12.146 16.418 -0.03 0.001 0.028
Si 55.755 14.883 16.39 -0.015 0.002 0.009
Si 58.484 1.342 16.406 0.006 -0.01 0.008
Si 55.756 4.005 16.432 0.001 -0.01 0.027
Si 58.513 6.806 16.415 -0.011 0.008 0.012
Si 55.77 9.45 16.386 -0.003 0.016 0.01
Si 58.502 12.217 16.43 -0.01 -0.003 0.016
Si 61.225 14.99 16.387 0.009 -0.005 0.006
Si 63.992 1.45 16.368 -0.012 0.021 0.018
Si 61.268 4.129 16.41 0.003 0.022 0.013
Si 63.964 6.857 16.37 0.001 -0.013 0.018
Si 61.254 9.556 16.421 -0.02 -0.001 0.021
Si 63.982 12.304 16.37 -0.017 -0.006 0.014
Si 2.826 0.163 17.71 0.002 -0.024 0
Si 5.521 2.931 17.665 -0.026 0.03 0.046
Si 2.788 5.597 17.696 -0.014 -0.026 0.037
Si 5.463 8.381 17.659 -0.052 0.03 0.027
Si 2.798 11.076 17.735 -0.013 -0.005 0.062
Si 5.402 13.807 17.681 -0.051 -0.019 0.014
Si 8.255 0.162 17.57 0 0.015 -0.014
Si 10.905 2.916 17.61 -0.024 -0.036 0.032
Si 8.191 5.649 17.641 0.017 -0.001 0.014
Si 10.908 8.294 17.607 0.011 0.015 0.03
Si 8.184 11.05 17.649 -0.015 0.01 0.031
Si 10.905 13.737 17.68 -0.021 -0.006 0.01
Si 13.592 0.122 17.616 -0.005 0.008 0.038
Si 16.329 2.776 17.619 0.005 -0.021 0.022
Si 13.569 5.544 17.624 -0.051 0.014 0.035
Si 16.277 8.248 17.616 -0.004 -0.001 0.016
Si 13.572 11.025 17.611 -0.008 -0.012 0.005
Si 16.277 13.675 17.616 -0.008 0.026 0.026
Si 19.029 0.033 17.632 0.001 -0.017 0.015
Si 21.69 2.765 17.603 -0.009 0.013 0.008
Si 19.024 5.473 17.673 -0.001 -0.01 0.057
Si 21.742 8.128 17.7 0.013 -0.009 -0.004
Si 19.029 10.871 17.598 0.022 0.01 -0.003
Si 21.762 13.616 17.63 0.007 0.006 -0.006
Si 24.461 -0.043 17.568 -0.022 -0.018 0
Si 27.222 2.709 17.69 0.018 -0.026 0.032
Si 24.441 5.502 17.737 -0.017 0.031 0.019
Si 27.146 8.158 17.744 0.045 0.025 0.01
Si 24.507 10.867 17.711 -0.001 -0.004 -0.01
Si 27.221 13.563 17.596 0.013 0.032 -0.015
Si 29.973 -0.007 17.692 -0.013 -0.033 0.011
Si 32.607 2.564 17.572 -0.008 -0.032 0.013
Si 29.819 5.424 17.669 -0.007 0.04 0.037
Si 32.587 8.146 17.559 -0.009 0.015 0.003
Si 29.923 10.884 17.681 -0.009 -0.002 0.017
Si 32.586 13.632 17.682 -0.009 0.026 0.028
Si 35.326 -0.123 17.582 0.014 0.017 0.009
Si 38.098 2.628 17.499 0.009 -0.025 0.012
Si 35.33 5.382 17.534 0.004 -0.001 0.005
Si 37.955 8.009 17.465 -0.016 -0.013 -0.021
Si 35.332 10.788 17.616 0.036 -0.004 0.056
Si 38.026 13.527 17.502 0.03 0.028 -0.011
Si 40.768 -0.026 17.558 -0.016 -0.009 0.018
Si 43.474 2.608 17.639 0.005 -0.007 0.024
Si 40.717 5.331 17.641 -0.003 0.032 0.032
Si 43.48 8.047 17.569 0.043 0.001 0.012
Si 40.741 10.805 17.512 -0.007 -0.013 0.004
Si 43.506 13.516 17.514 0.001 -0.002 0.015
Si 46.21 -0.091 17.689 -0.015 -0.011 0.027
Si 48.888 2.609 17.689 0.003 0 0.026
Si 46.179 5.35 17.742 -0.005 -0.006 0.014
Si 48.857 8.017 17.721 -0.004 -0.003 0.023
Si 46.196 10.737 17.583 0.035 0 0.02
Si 48.987 13.454 17.574 0.013 -0.016 -0.018
Si 51.712 -0.116 17.784 0.019 -0.026 0.043
Si 54.371 2.602 17.775 0.007 0.017 0.025
Si 51.61 5.31 17.716 0.036 0.012 0.043
Si 54.399 8.04 17.692 0.007 -0.004 -0.003
Si 51.639 10.746 17.753 0.008 0.006 0.028
Si 54.428 13.483 17.765 0.021 0.009 0.006
Si 57.108 -0.07 17.734 0.033 0.003 -0.014
Si 59.895 2.72 17.709 -0.014 -0.021 0.026
Si 57.133 5.413 17.736 0.02 0.006 0.006
Si 59.94 8.128 17.781 0.022 -0.012 -0.013
Si 57.145 10.784 17.758 0.018 0.019 -0.006
Si 59.891 13.599 17.763 0.004 0.017 0.036
Si 62.613 0.066 17.691 -0.009 -0.004 0
Si 65.377 2.836 17.711 -0.014 -0.019 -0.011
Si 62.654 5.488 17.797 -0.053 -0.013 0.028
Si 65.342 8.245 17.677 0.016 -0.005 -0.013
Si 62.628 10.951 17.761 0.014 0.026 0.012
Si 65.344 13.722 17.681 -0.013 -0.002 -0.001
Si 1.568 1.603 19.063 -0.052 -0.035 -0.07
Si 4.203 4.328 19.081 -0.02 -0.123 -0.12
Si 66.713 6.958 19.072 -0.102 -0.088 -0.061
Si 4.168 9.74 19.12 -0.016 -0.121 -0.114
Si 66.78 12.535 19.093 -0.053 -0.063 -0.066
Si 4.131 -1.135 19.181 -0.06 -0.126 -0.05
Si 7.006 1.601 18.907 0.002 -0.092 -0.135
Si 9.62 4.362 18.991 0.007 -0.027 -0.127
Si 6.851 7.066 18.99 0.011 -0.128 -0.085
Si 9.638 9.732 18.969 0.013 -0.041 -0.104
Si 6.769 12.438 18.965 -0.004 -0.141 -0.132
Si 9.574 -1.141 19.005 0.026 -0.059 -0.09
Si 12.253 1.549 18.961 0.022 -0.027 -0.089
Si 14.953 4.169 18.929 0.007 -0.006 -0.014
Si 12.21 6.924 19.016 0.021 -0.056 -0.067
Si 14.875 9.626 18.948 -0.001 -0.004 -0.03
Si 12.272 12.38 19.058 0.006 -0.036 -0.048
Si 14.924 -1.244 18.992 0.014 0.031 -0.034
Si 17.653 1.385 18.995 -0.009 -0.011 0.044
Si 20.381 4.1 19.063 0.051 0.014 0.017
Si 17.634 6.893 18.973 0.043 0.037 0.009
Si 20.325 9.472 18.997 -0.052 -0.018 0.034
Si 17.646 12.248 18.891 0.002 -0.004 0.022
Si 20.399 -1.338 18.982 0.027 0.035 0.029
Si 23.042 1.321 18.839 0.055 -0.055 0.012
Si 25.826 4.088 19.005 0.042 0.001 0.003
Si 23.072 6.844 19.191 0.064 -0.034 0.064
Si 25.807 9.509 19.169 0.062 -0.043 0.038
Si 23.145 12.283 18.998 0.098 0.014 0.014
Si 25.8 14.869 18.903 0.04 -0.049 -0.023
Si 28.64 1.358 19.061 0.063 0.055 -0.037
Si 31.179 3.909 18.844 0.008 -0.031 -0.103
Si 28.494 6.807 19.134 0.094 -0.036 -0.047
Si 31.264 9.455 19.001 0.052 0.014 -0.062
Si 28.628 12.339 19.026 0.071 0.035 -0.049
Si 31.312 -1.293 19.184 0.091 0.018 -0.03
Si 33.939 1.163 18.959 -0.07 -0.004 -0.089
Si 36.743 3.986 18.794 -0.001 0.05 -0.031
Si 33.938 6.755 18.849 0.015 0.062 -0.066
Si 36.632 9.251 18.91 -0.08 0.001 -0.024
Si 33.998 12.24 18.921 0.013 0.035 -0.07
Si 36.727 14.852 18.92 -0.031 0.024 0.01
Si 39.425 1.333 18.942 -0.033 0.044 0.029
Si 42.095 3.942 18.988 -0.017 -0.038 0.086
Si 39.213 6.674 18.894 -0.087 -0.031 0.026
Si 42.083 9.408 18.824 -0.028 0.026 0.067
Si 39.346 12.149 18.825 -0.035 0.005 0.056
Si 42.14 14.88 18.815 0.001 -0.039 0.059
Si 44.808 1.26 19.054 0.027 0.002 0.08
Si 47.517 3.921 19.092 0.047 -0.002 0.046
Si 44.782 6.752 19.05 0.023 0.044 0.084
Si 47.39 9.317 19.038 0.032 -0.052 0.05
Si 44.881 12.166 18.853 -0.002 0.017 0.054
Si 47.644 14.774 18.904 0.049 0.039 0.029
Si 50.212 1.21 19.04 0.059 0.05 -0.016
Si 52.929 3.924 19.095 0.062 0.071 -0.048
Si 50.183 6.601 19.072 0.046 0.079 0.007
Si 52.985 9.288 19.058 0.054 0.062 -0.05
Si 50.228 12.124 19.051 0.094 0.03 0.019
Si 53.116 14.823 19.174 0.048 0.135 -0.035
Si 55.729 1.21 19.136 -0.032 0.055 -0.034
Si 58.572 4.106 19.051 -0.066 0.142 -0.089
Si 55.686 6.678 19.107 -0.003 0.075 -0.068
Si 58.532 9.434 19.109 -0.073 0.083 -0.063
Si 55.724 12.049 19.136 -0.069 0.099 -0.056
Si 58.448 14.899 19.102 -0.074 0.072 -0.072
Si 61.242 1.363 19.081 -0.118 0.049 -0.04
Si 64.045 4.126 19.149 -0.101 -0.04 -0.045
Si 61.339 6.847 19.219 -0.071 0.016 -0.059
Si 64.047 9.594 19.07 -0.105 -0.051 -0.041
Si 61.309 12.326 19.158 -0.105 0.035 -0.056
Si 64.008 -1.238 19.041 -0.131 -0.07 -0.037
Si 65.424 0.189 20.227 -0.083 -0.045 -0.013
Si 2.918 2.921 20.508 -0.076 -0.112 -0.028
Si 65.449 5.503 20.462 -0.051 -0.07 0.017
Si 2.74 8.369 20.435 -0.062 -0.04 -0.029
Si 65.436 11.049 20.287 -0.053 -0.049 -0.019
Si 2.679 13.923 20.68 -0.087 -0.057 -0.015
Si 5.695 0.276 20.271 -0.062 -0.167 -0.037
Si 8.303 2.985 20.293 0.009 -0.112 -0.038
Si 5.518 5.801 20.421 -0.089 -0.122 -0.024
Si 8.22 8.437 20.277 0.013 -0.085 -0.026
Si 5.467 11.189 20.488 -0.083 -0.087 -0.057
Si 8.149 13.795 20.233 0.026 -0.042 -0.011
Si 10.91 0.242 20.377 -0.005 0.001 -0.029
Si 13.598 2.918 20.342 -0.063 -0.028 0.028
Si 10.857 5.697 20.512 0.013 -0.048 0.007
Si 13.524 8.305 20.355 0.019 0.033 0.062
Si 10.976 11.01 20.458 0.05 -0.08 -0.016
Si 13.593 13.756 20.424 -0.021 0.014 0.062
Si 16.23 0.142 20.398 -0.036 0.033 0.098
Si 19.011 2.677 20.386 0.036 0.016 0.129
Si 16.22 5.557 20.285 0.028 0.037 0.092
Si 18.977 8.169 20.459 0.052 -0.021 0.116
Si 16.3 10.906 20.269 0.015 -0.015 0.062
Si 18.937 13.647 20.24 0.013 0.048 0.097
Si 21.814 -0.015 20.333 0.037 -0.052 0.127
Si 24.361 2.696 20.161 0.017 -0.003 0.064
Si 21.722 5.431 20.557 -0.017 -0.017 0.107
Si 24.398 8.222 20.659 0.045 -0.003 0.081
Si 21.723 10.888 20.202 0.059 -0.024 0.105
Si 24.524 13.572 20.434 0.056 -0.059 0.068
Si 27.173 -0.066 20.17 0.083 -0.028 -0.002
Si 30.059 2.656 20.495 0.036 -0.005 -0.009
Si 27.153 5.355 20.483 0.102 0.02 0
Si 29.949 8.157 20.492 0.026 -0.05 0.006
Si 27.316 10.927 20.333 0.032 -0.04 -0.009
Si 29.913 13.731 20.546 0.038 0.036 0.005
Si 32.781 -0.078 20.667 0.055 -0.009 0.033
Si 35.355 2.636 20.025 -0.008 0.037 0.002
Si 32.556 5.314 20.012 0.018 0.06 -0.02
Si 35.235 7.952 20.384 0.002 0.089 0.057
Si 32.666 10.877 20.24 0.009 0.036 0.013
Si 35.428 13.472 20.322 -0.029 0.003 0.026
Si 38.039 -0.031 20.24 -0.036 0.037 0.068
Si 40.724 2.656 20.428 -0.023 -0.01 0.166
Si 37.927 5.259 20.347 0.021 0.079 0.098
Si 40.614 8.07 20.095 -0.079 0.058 0.074
Si 38.048 10.644 20.103 0.009 -0.03 0.017
Si 40.696 13.588 20.099 -0.087 0.063 0.095
Si 43.44 -0.199 20.312 0.016 -0.013 0.175
Si 46.196 2.555 20.501 0.055 -0.037 0.17
Si 43.441 5.317 20.322 0.033 -0.016 0.183
Si 46.02 8.077 20.603 0.037 0.019 0.164
Si 43.451 10.825 20.093 0.016 -0.015 0.115
Si 46.329 13.412 20.241 0.062 -0.087 0.11
Si 48.965 -0.283 20.36 0.111 0.003 0.088
Si 51.505 2.578 20.419 0.067 0.125 0.065
Si 48.822 5.286 20.499 0.08 0.01 0.106
Si 51.622 7.886 20.395 0.091 0.029 0.051
Si 48.815 10.665 20.274 0.051 0.088 0.086
Si 51.679 13.434 20.425 0.071 0.02 0.024
Si 54.489 -0.162 20.661 0.061 0.037 0.06
Si 57.09 2.74 20.264 -0.028 0.122 -0.04
Si 54.254 5.307 20.469 0.003 0.104 0.001
Si 57.157 8.013 20.391 -0.014 0.086 0.053
Si 54.325 10.631 20.442 0.039 0.149 0.054
Si 57.133 13.403 20.436 0.026 0.115 0.027
Si 59.767 0.045 20.411 -0.102 0.107 -0.002
Si 62.606 2.74 20.448 -0.132 -0.022 0.019
Si 59.968 5.413 20.525 -0.056 0.041 0.014
Si 62.755 8.248 20.551 -0.159 -0.016 0.048
Si 59.888 10.837 20.419 -0.094 0.061 -0.038
Si 62.66 13.836 20.528 -0.146 0.03 0.002
Si 66.503 -0.865 21.981 0.124 -0.363 -0.663
Si 4.686 1.846 21.619 -0.369 -0.17 -0.731
Si 1.807 4.496 21.845 -0.216 -0.219 -0.777
Si 3.883 6.87 21.783 0.21 0.079 -0.678
Si 66.911 9.984 21.736 -0.266 -0.307 -0.713
Si 3.833 12.25 21.865 0.28 0.36 -0.727
Si 6.914 -1.155 21.647 0.01 0.069 -0.729
Si 9.908 1.956 21.657 -0.238 -0.264 -0.784
Si 6.75 4.181 21.531 0.149 0.239 -0.821
Si 9.578 7.286 21.777 -0.052 -0.272 -0.758
Si 7.164 10.03 21.589 -0.235 -0.032 -0.81
Si 9.318 12.262 21.496 0.192 0.045 -0.764
Si 12.457 -0.9 21.705 -0.108 -0.188 -0.716
Si 14.626 1.354 21.744 0.345 0.092 -0.737
Si 12.161 4.156 21.749 0.17 0.315 -0.719
Si 15.049 7.12 21.651 -0.125 -0.218 -0.747
Si 11.983 9.33 21.847 0.182 0.265 -0.752
Si 15.229 12.504 21.567 -0.253 -0.134 -0.71
Si 17.373 -1.527 21.573 0.136 0.217 -0.751
Si 20.636 1.5 21.678 -0.136 -0.1 -0.69
Si 17.751 4.313 21.508 -0.086 -0.269 -0.778
Si 20 6.494 21.832 0.357 0.331 -0.757
Si 17.302 9.317 21.692 0.308 0.178 -0.757
Si 20.381 12.293 21.441 -0.169 -0.011 -0.637
Si 23.522 -1.02 21.684 -0.239 -0.217 -0.782
Si 25.646 1.188 21.336 -0.021 0.074 -0.717
Si 22.887 3.683 21.686 0.03 0.297 -0.742
Si 25.848 6.74 21.894 -0.223 -0.139 -0.711
Si 22.816 9.645 21.866 0.332 0.017 -0.651
Si 26.208 12.44 21.703 -0.26 -0.111 -0.735
Si 28.178 -1.433 21.774 0.374 0.113 -0.672
Si 31.911 1.818 21.852 -0.209 -0.262 -0.752
Si 28.888 4.271 21.738 -0.176 -0.166 -0.75
Si 31.164 6.387 21.502 -0.047 0.268 -0.649
Si 28.982 9.974 21.691 -0.101 -0.316 -0.83
Si 31.268 12.13 21.629 0.134 0.25 -0.662
Si 34.618 -1.265 21.864 -0.529 -0.25 -0.55
Si 36.507 1.259 21.464 0.273 0.031 -0.722
Si 34.016 4.041 21.256 -0.013 -0.019 -0.574
Si 36.199 6.193 21.667 0.055 0.151 -0.719
Si 34.109 9.642 21.598 -0.103 -0.21 -0.68
Si 36.489 11.69 21.418 -0.075 0.145 -0.693
Si 39.555 -1.25 21.506 -0.109 -0.187 -0.698
Si 41.819 0.936 21.611 0.153 0.225 -0.763
Si 39.508 4.226 21.794 -0.168 -0.284 -0.69
Si 41.695 6.495 21.362 0.119 -0.086 -0.68
Si 39.717 9.751 21.493 -0.286 -0.346 -0.557
Si 41.936 12.071 21.297 0.175 0.229 -0.661
Si 45.132 -1.4 21.492 -0.275 -0.055 -0.664
Si 47.365 0.783 21.654 0.04 0.322 -0.705
Si 45.039 4.233 21.719 -0.045 -0.177 -0.787
Si 47.3 6.472 21.875 0.099 0.27 -0.68
Si 44.754 9.835 21.742 -0.144 -0.454 -0.622
Si 47.314 11.76 21.674 0.21 0.314 -0.579
Si 50.664 -1.281 21.768 -0.266 -0.125 -0.673
Si 52.766 1.098 21.697 0.226 0.066 -0.702
Si 50.36 4.103 21.87 -0.195 -0.183 -0.675
Si 52.643 6.319 21.866 0.207 0.234 -0.744
Si 50.377 9.469 21.507 -0.2 -0.211 -0.74
Si 52.646 11.709 21.69 0.349 0.301 -0.64
Si 56.041 -1.554 21.967 -0.24 0.074 -0.704
Si 58.652 1.761 21.611 -0.127 -0.383 -0.725
Si 55.921 4.216 21.646 -0.194 -0.245 -0.638
Si 58.237 6.418 21.729 0.279 0.273 -0.699
Si 55.789 9.319 21.717 -0.086 0.026 -0.74
Si 58.807 12.405 21.755 -0.306 -0.298 -0.649
Si 60.867 -1.467 21.775 0.377 0.195 -0.652
Si 63.962 1.271 21.611 -0.187 0.159 -0.665
Si 61.062 3.794 21.859 0.293 0.373 -0.704
Si 64.09 6.792 21.84 0.011 0.083 -0.7
Si 61.553 9.916 21.729 -0.263 -0.48 -0.547
Si 63.883 12.142 21.582 0.214 0.333 -0.543
Si 66.198 12.348 26.405 0.02 0.042 -0.077
Si 3.393 0.378 23.813 -0.056 -0.04 -0.064
Si 62.681 0.485 26.142 0.034 0.008 -0.082
Si 6.767 9.807 24.529 0.063 -0.007 -0.053
Si 65.087 8.757 23.828 0.095 -0.011 -0.025
Si 9.547 11.118 28.407 -0.131 -0.066 -0.05
Si 9.716 13.3 26.392 -0.14 0.024 0.042
Si 11.126 13.513 23.607 -0.012 0.059 -0.077
Si 8.122 6.56 28.284 0.189 -0.071 0.039
Si 13.276 9.722 24.785 -0.151 -0.016 -0.192
Si 7.662 5.936 23.889 -0.035 0.108 -0.247
Si 13.76 12.391 24.087 0.114 0.092 0.021
Si 15.724 4.649 26.093 0.119 0.126 -0.107
Si 16.391 2.717 23.8 -0.148 -0.037 -0.004
Si 15.523 8.841 28.829 0.144 -0.074 0.057
Si 18.99 10.638 23.815 -0.063 -0.06 -0.006
Si 17.519 -0.05 24.268 -0.138 -0.125 0.097
Si 22.736 0.981 26.031 -0.008 -0.075 0.094
Si 21.882 13.87 23.578 0.073 0.009 -0.041
Si 13.098 -0.727 27.463 -0.005 -0.018 0.025
Si 23.719 3.807 26.533 0.013 -0.008 0.065
Si 24.836 4.639 24.007 0.086 -0.025 -0.159
Si 22.975 11.225 24.671 -0.041 -0.105 -0.219
Si 26.927 -1.807 31.103 0.009 -0.098 0.286
Si 21.643 -0.074 28.754 -0.003 -0.038 -0.067
Si 27.214 2.679 23.703 -0.06 -0.057 0.007
Si 25.88 10.982 24.539 0.067 -0.004 -0.17
Si 30.734 11.187 29.147 -0.09 -0.032 0.116
Si 22.333 8.889 26.407 0.097 -0.019 -0.053
Si 27.937 -0.118 24.656 -0.059 0.079 -0.084
Si 32.071 1.688 24.882 0.079 -0.113 -0.146
Si 25.973 2.232 27.979 -0.033 0.019 -0.041
Si 32.396 7.96 23.672 0.097 0.117 -0.047
Si 30.757 4.219 28.663 0.015 -0.123 0.007
Si 31.097 10.366 26.337 0.081 0.074 -0.05
Si 32.621 12.177 24.406 0.031 0.056 -0.045
Si 35.955 -1.766 24.607 -0.135 -0.124 -0.145
Si 41.413 0.988 26.775 0.008 -0.064 -0.016
Si 35.866 4.734 25.92 0.012 -0.173 -0.042
Si 42.215 7.157 24.029 0.11 0.063 0.03
Si 37.202 0.595 25.75 0.052 -0.047 -0.033
Si 38.349 13.037 23.594 0.087 0.023 -0.001
Si 42.766 0.281 24.228 0.107 0.017 -0.013
Si 49.932 2.854 24.763 0.022 0.098 -0.061
Si 43.749 4.526 24.335 0.044 -0.136 0.011
Si 43.145 9.737 24.574 0.011 0.167 -0.14
Si 43.932 6.873 28.42 -0.011 0.074 -0.016
Si 43.357 13.717 23.533 0.034 -0.061 -0.088
Si 45.452 0.029 25.802 -0.083 0.005 -0.149
Si 50.452 3.069 30.69 -0.025 0.013 0.156
Si 50.625 7.251 26.485 -0.025 0.177 -0.104
Si 52.718 2.175 24.529 -0.04 0.122 0.031
Si 45.653 5.182 26.34 0.072 0.114 0.101
Si 50.493 -1.635 24.812 0.122 0.037 -0.076
Si 55.843 13.487 24.774 0.127 0.012 -0.051
Si 55.216 1.532 28.661 0.017 0.041 0.138
Si 47.632 10.952 24.489 0.055 0.103 -0.163
Si 55.898 6.856 25.935 0.084 -0.041 -0.083
Si 52.192 9.241 28.536 0.064 -0.239 -0.008
Si 58.699 13.41 26.116 -0.224 0.026 -0.079
Si 58.697 3.924 25.773 -0.038 0.001 0.074
Si 57.499 0.311 23.842 0.005 -0.048 -0.051
Si 58.777 6.819 24.837 -0.204 -0.167 -0.061
Si 61.095 2.827 26.797 0.119 0.081 -0.061
Si 53.94 8.076 23.935 0.011 0.02 -0.014
Si 61.602 8.491 30.359 0.039 0.052 0.177
Si 58.513 10.352 26.411 0.026 -0.015 -0.059
Si 65.328 3.067 23.862 -0.025 0.029 -0.106
Si 67.365 5.009 28.684 -0.12 0.015 0.064
Si 66.755 13.37 29.079 0.028 0.035 0.102
Si 62.351 10.065 24.418 -0.075 -0.006 -0.028
Si 63.794 12.716 24.449 0.044 -0.084 -0.058
Si 2.196 -1.41 26.846 -0.016 0.03 -0.018
Si 9.607 2.045 27.232 -0.091 -0.066 0.098
Si 62.811 4.937 23.97 -0.027 -0.027 -0.112
Si 3.08 7.436 27.054 -0.021 0.04 -0.039
Si 6.486 8.58 29.532 -0.107 0.028 0.025
Si 4.985 7.578 24.597 -0.002 -0.079 -0.025
Si 4.928 14.063 23.874 0.011 0.052 -0.107
Si 8.988 8.717 26.408 0.122 0.168 0.058
Si 8.047 4.271 26.379 -0.224 -0.116 -0.05
Si 4.022 11.994 30.096 0.055 -0.065 0.221
Si 6.5 11.386 28.524 -0.04 -0.036 0.039
Si 12.453 -0.817 30.243 0.032 -0.293 -0.014
Si 10.55 -0.492 25.999 -0.003 0.036 0.046
Si 15.782 9.441 25.962 0.088 -0.155 0.042
Si 11.723 7.546 26.073 0.088 -0.12 0.057
Si 16.994 10.917 30.779 -0.109 0.082 0.031
Si 17.379 12.098 25.982 0.006 0.043 -0.126
Si 14.971 1.14 30.447 0.087 0.111 -0.002
Si 20.272 -0.06 24.431 0.039 0.046 -0.078
Si 21.495 13.354 28.639 -0.025 0.013 0.001
Si 17.304 7.208 27.077 -0.109 -0.071 0.045
Si 20.98 8.239 23.891 -0.027 0.046 0.051
Si 19.775 8.455 28.196 -0.051 -0.016 -0.102
Si 18.934 11.486 28.574 0.1 -0.049 0.098
Si 25.323 -0.371 26.212 0.041 0.06 -0.002
Si 23.973 5.509 30.939 0.092 0.073 0.113
Si 27.386 8.637 23.74 -0.088 -0.012 0.03
Si 29.794 8.176 25.23 0.01 -0.023 -0.121
Si 34.996 10.932 25.585 -0.117 0.111 -0.072
Si 23.197 -1.859 30.498 -0.057 0.016 0.116
Si 28.257 12.37 29.453 0.037 0.013 0.093
Si 39.256 -0.929 27.652 -0.089 -0.105 -0.138
Si 26.583 11.388 27.235 0.008 0.042 -0.035
Si 37.173 6.914 24.619 0.014 0.022 -0.105
Si 36.402 4.617 28.891 0.091 0.018 0.042
Si 32.616 -0.978 28.202 -0.068 0.051 0.031
Si 33.96 13.409 26.609 0.037 -0.031 -0.043
Si 39.955 6.36 25.705 0.062 0.069 0.021
Si 37.645 2.915 23.975 0.156 0.081 -0.123
Si 40.642 10.662 28.765 0.069 -0.034 -0.042
Si 40.009 10.536 24.291 0.051 0.013 -0.197
Si 34.296 1.107 26.593 -0.01 -0.037 -0.213
Si 41.708 3.891 29.364 0.061 0.005 0.003
Si 43.393 5.864 31.156 0.019 0.053 0.155
Si 40.796 7.484 28.43 0.011 0.04 0.105
Si 40.257 11.812 31.402 0.019 0.021 0.184
Si 44.043 13.656 26.499 -0.049 -0.019 -0.051
Si 45.282 11.071 26.373 0.08 -0.068 -0.024
Si 48.272 0.583 24.613 -0.096 -0.03 -0.036
Si 53.495 -0.801 29.242 0.055 -0.117 0.09
Si 47.932 6.426 27.618 -0.006 -0.032 -0.003
Si 56.513 6.588 29.031 0.056 -0.073 -0.061
Si 46.121 8.869 28.315 -0.052 -0.028 0.034
Si 48.822 8.233 23.961 -0.002 -0.12 0.014
Si 45.843 2.471 27.669 -0.002 0.007 0.067
Si 51.842 4.569 26.092 0.004 -0.162 -0.082
Si 52.989 3.796 28.952 0.075 0.021 0.04
Si 52.715 10.846 24.459 -0.11 0.084 -0.154
Si 53.176 14.38 26.366 -0.075 -0.049 -0.08
Si 58.499 13.239 29.173 0.026 -0.113 -0.093
Si 62.965 2.098 30.341 0.079 0.041 -0.037
Si 67.38 6.104 31.496 0.006 -0.1 0.182
Si 55.21 1.305 25.718 0.079 0.003 -0.139
Si 58.512 8.462 30.439 0.083 -0.061 0.138
Si 54.378 9.936 30.341 -0.154 0.017 0.167
Si 58.939 11.332 31.144 0.149 -0.087 0.036
Si 63.926 -0.773 23.719 0.183 0.02 -0.202
Si 60.811 8.373 26.334 -0.009 -0.031 0.123
Si 62.153 5.698 26.94 0.03 0.002 -0.042
Si 65.902 9.401 26.598 -0.043 0.059 0.101
Si 57.279 11.027 23.893 0.016 -0.021 -0.018
Si 66.838 1.247 25.876 0.072 -0.017 -0.05
Si 2.805 0.771 31.231 -0.055 0.095 0.089
Si 5.722 -0.013 30.466 0.116 0.027 0.115
Si 62.74 -0.733 29.004 -0.042 0.045 0.042
Si 6.841 2.107 31.944 -0.131 0.108 0.166
Si 2.656 2.072 28.587 -0.063 -0.037 0.133
Si 6.692 12.551 25.704 0.08 -0.006 0.072
Si 4.819 0.074 27.73 -0.085 -0.149 0.148
Si 12.689 4.098 30.272 -0.071 0.102 0.029
Si 11.239 6.49 29.033 0.008 0.052 -0.017
Si 8.429 8.762 31.701 0.014 -0.08 0.025
Si 3.766 8.94 29.497 0.074 0.075 0.072
Si 8.67 0.328 23.844 -0.022 0.018 -0.011
Si 10.318 11.113 31.346 -0.002 0.068 -0.085
Si 18.122 4.178 30.388 0.053 -0.06 0.065
Si 11.763 1.454 29.042 0.003 -0.102 -0.191
Si 13.481 5.784 24.093 0.034 -0.058 -0.106
Si 13.352 7.87 30.88 0.016 -0.088 0.119
Si 15.376 -1.766 25.626 0.01 -0.068 0.016
Si 16.277 -0.897 31.789 -0.094 -0.184 -0.014
Si 20.428 2.247 30.153 0.023 0.004 0.093
Si 15.339 3.745 29.021 0.077 -0.083 0.107
Si 27.278 7.309 28.951 -0.043 -0.013 0.082
Si 20.183 6.46 30.328 0.106 -0.136 0.079
Si 24.176 8.599 31.071 0.107 -0.047 0.064
Si 26.581 1.036 30.544 -0.01 0.038 -0.107
Si 24.403 13.489 28.053 -0.124 0.066 -0.028
Si 22.207 4.476 28.972 -0.12 -0.031 0.017
Si 27.074 5.484 31.3 0.045 0.043 0.07
Si 25.02 8.838 28.137 -0.133 0.069 -0.034
Si 28.518 9.731 30.461 0.091 0.019 -0.021
Si 33.018 11.323 31.149 -0.027 -0.025 0.152
Si 28.754 1.891 28.719 -0.1 0.169 0.006
Si 33.058 3.709 26.593 -0.112 -0.043 -0.028
Si 32.937 0.45 30.963 0.003 0.05 0.058
Si 35.111 2.687 30.932 -0.106 0.028 0.123
Si 30.141 -0.013 26.707 0.132 -0.012 -0.08
Si 35.996 11.393 30.748 -0.018 -0.084 -0.023
Si 39.782 -1.95 30.265 0.066 0.095 0.003
Si 29.793 6.672 27.674 0.088 0.009 0.064
Si 31.495 6.552 30.156 -0.138 0.014 -0.008
Si 37.686 10.181 28.702 -0.053 -0.027 0.054
Si 34.354 7.027 29.058 0.023 0.122 -0.025
Si 37.587 9.771 25.748 0.058 0.169 0.018
Si 43.978 0.684 31.433 0.102 -0.024 0.135
Si 39.279 5.331 30.093 -0.015 0.055 0.09
Si 36.532 8.534 30.647 0 -0.179 0.149
Si 33.496 8.391 26.362 -0.074 0.15 -0.02
Si 41.329 13.45 27.937 -0.069 -0.093 0.012
Si 43.335 1.547 28.891 0.066 0.003 -0.02
Si 46.305 2.778 31.754 0.074 -0.144 -0.045
Si 41.712 3.864 26.415 0.065 0.037 -0.047
Si 56.034 3.991 24.618 0.04 0.077 -0.142
Si 46.594 8.971 31.447 0.022 -0.067 0.028
Si 50.431 11.426 29.16 0.04 0.05 0.045
Si 50.112 11.865 26.013 0.159 -0.032 -0.137
Si 60.197 -0.769 24.729 -0.025 -0.034 -0.228
Si 47.686 3.935 29.449 0.012 -0.035 -0.088
Si 53.684 11.61 27.005 0.033 0.003 0.022
Si 48.825 11.143 31.525 0.022 -0.028 -0.009
Si 54.482 5.717 31.042 -0.081 -0.114 0.249
Si 52.84 12.773 30.579 -0.044 0.038 0.086
Si 57.591 3.586 28.768 -0.084 -0.069 -0.106
Si 60.059 2.127 29.556 0.058 0.054 -0.011
Si 62.783 5.987 31.299 -0.121 -0.089 0.122
Si 51.534 0.449 31.215 0.091 -0.135 0.216
Si 56.318 11.264 28.456 0.048 0.059 0.027
Si 59.989 -0.767 30.242 0.126 -0.097 0.041
Si 7.038 1.549 26.243 -0.009 0.115 0.103
Si 64.214 4.601 29.016 -0.127 -0.06 -0.017
Si 66.367 8.621 30.928 -0.041 0.01 0.044
Si 64.082 9.965 29.204 0.031 -0.001 -0.009
Si 64.149 12.984 30.234 -0.036 -0.034 0.06
Si 1.291 15.003 5.47 -0.019 0.004 -0.012
Si 4.051 1.394 5.465 -0.002 -0.004 -0.002
Si 1.299 4.064 5.514 -0.001 -0.012 -0.007
Si 4.087 6.812 5.515 0 -0.009 0.016
Si 1.316 9.622 5.557 0.011 -0.029 0.003
Si 4.067 12.296 5.405 -0.002 -0.008 -0.01
Si 6.832 14.951 5.359 0.003 -0.026 -0.011
Si 9.573 1.334 5.312 -0.011 -0.02 -0.013
Si 6.819 4.077 5.424 -0.001 -0.044 -0.003
Si 9.519 6.797 5.353 0 0.007 -0.016
Si 6.808 9.531 5.389 0.004 -0.033 -0.02
Si 9.57 12.257 5.34 -0.012 -0.003 -0.004
Si 12.257 14.925 5.335 0.002 0.006 -0.02
Si 14.982 1.316 5.34 0.014 0.002 -0.011
Si 12.286 4.006 5.308 0.008 -0.019 -0.012
Si 15.005 6.725 5.328 0.021 -0.011 -0.006
Si 12.275 9.525 5.322 0.043 0.007 -0.014
Si 15.008 12.154 5.383 0.028 -0.012 0.012
Si 17.776 14.914 5.391 0.002 -0.021 0.018
Si 20.482 1.315 5.416 0.011 0.008 -0.006
Si 17.742 4.053 5.396 -0.007 -0.004 0
Si 20.46 6.773 5.34 0.004 0.009 -0.018
Si 17.734 9.427 5.356 0.012 -0.005 -0.009
Si 20.46 12.189 5.427 0.005 0.014 0.002
Si 23.218 14.924 5.466 -0.002 0.012 0.004
Si 25.902 1.31 5.445 -0.007 -0.009 -0.005
Si 23.191 4.069 5.39 0.006 -0.002 -0.006
Si 25.916 6.742 5.379 0.013 -0.006 -0.014
Si 23.185 9.513 5.37 0.009 0.001 -0.002
Si 25.854 12.149 5.395 -0.011 -0.011 -0.002
Si 28.626 14.902 5.414 -0.009 -0.022 -0.003
Si 31.32 1.32 5.354 0.002 -0.024 -0.009
Si 28.605 4.062 5.4 0.003 -0.006 -0.005
Si 31.301 6.754 5.344 0.01 -0.006 -0.012
Si 28.61 9.445 5.364 0.005 -0.001 -0.008
Si 31.301 12.174 5.363 0.028 -0.004 -0.01
Si 34.004 14.943 5.388 0.005 0.006 0.003
Si 36.725 1.396 5.369 -0.003 -0.011 -0.009
Si 33.987 4.06 5.341 -0.018 -0.024 -0.005
Si 36.678 6.806 5.376 -0.008 0.012 -0.017
Si 33.98 9.504 5.32 -0.005 0 -0.003
Si 36.678 12.25 5.364 -0.012 -0.006 -0.006
Si 39.412 15.012 5.407 -0.009 0.012 -0.014
Si 42.133 1.402 5.438 -0.007 0.029 -0.014
Si 39.407 4.116 5.376 0 -0.002 -0.009
Si 42.128 6.846 5.453 -0.002 -0.01 -0.003
Si 39.403 9.517 5.459 -0.021 0.017 -0.006
Si 42.198 12.287 5.52 0 0.013 0.007
Si 44.866 14.968 5.515 -0.012 -0.003 -0.007
Si 47.569 1.394 5.599 -0.026 -0.003 -0.01
Si 44.871 4.135 5.495 0.002 0.017 -0.018
Si 47.627 6.85 5.526 -0.001 -0.009 -0.009
Si 44.878 9.56 5.481 -0.015 0.008 -0.008
Si 47.582 12.234 5.541 -0.011 0.016 -0.005
Si 50.306 14.936 5.626 -0.016 -0.006 0.014
Si 53.029 1.365 5.604 -0.023 -0.014 0.011
Si 50.294 4.142 5.621 -0.015 -0.004 0.002
Si 53.013 6.859 5.534 -0.009 0.026 -0.025
Si 50.33 9.492 5.5 0.009 -0.016 -0.021
Si 53.049 12.198 5.538 0.019 -0.001 0
Si 55.729 14.967 5.512 0.002 -0.016 -0.002
Si 58.442 1.396 5.458 0.01 0.026 -0.023
Si 55.721 4.132 5.515 0 -0.016 -0.003
Si 58.391 6.856 5.511 0.007 0.037 -0.014
Si 55.673 9.6 5.533 -0.013 0.021 -0.009
Si 58.362 12.372 5.479 -0.008 0.018 -0.01
Si 61.081 15.069 5.395 -0.001 0.022 -0.019
Si 63.811 1.409 5.434 -0.014 0.006 -0.008
Si 61.127 4.076 5.506 0.046 0.038 -0.001
Si 63.811 6.878 5.575 0.001 0.031 0.002
Si 61.091 9.604 5.506 0.023 0.013 -0.002
Si 63.775 12.386 5.508 -0.043 0.007 0.004
Si 2.676 0.045 6.813 0.007 -0.01 0.002
Si 5.437 2.754 6.795 -0.015 0.014 0.011
Si 2.686 5.457 6.834 0.01 0.004 -0.006
Si 5.46 8.208 6.807 -0.003 -0.007 -0.007
Si 2.717 10.982 6.84 -0.013 0.007 0.002
Si 5.455 13.637 6.755 0.015 -0.004 -0.005
Si 8.186 0.018 6.706 -0.013 0.015 -0.006
Si 10.914 2.693 6.7 0.004 0.011 -0.001
Si 8.171 5.469 6.755 -0.019 0.026 0.005
Si 10.898 8.176 6.69 -0.031 0.009 0.002
Si 8.186 10.912 6.714 -0.003 0.017 -0.003
Si 10.898 13.612 6.729 0.001 0.002 0.013
Si 13.619 -0.028 6.704 -0.015 0.012 -0.001
Si 16.343 2.69 6.712 0 0.014 -0.008
Si 13.62 5.399 6.688 -0.004 0.011 -0.005
Si 16.358 8.09 6.714 0.007 -0.001 -0.009
Si 13.626 10.841 6.74 0.012 0.008 0.01
Si 16.365 13.562 6.718 -0.015 0.001 -0.006
Si 19.105 -0.034 6.766 -0.007 0.004 -0.012
Si 21.822 2.707 6.755 -0.01 0.005 -0.006
Si 19.093 5.436 6.732 -0.011 -0.005 0
Si 21.804 8.142 6.713 -0.004 0.002 -0.016
Si 19.063 10.826 6.736 -0.017 0.012 -0.009
Si 21.813 13.563 6.78 0.008 -0.001 -0.001
Si 24.542 -0.025 6.818 0.002 -0.007 0.006
Si 27.248 2.7 6.768 -0.011 0.006 -0.006
Si 24.535 5.419 6.756 -0.014 0.005 0
Si 27.246 8.113 6.745 0.005 -0.018 -0.001
Si 24.507 10.836 6.787 0.003 0.02 0.007
Si 27.217 13.548 6.736 -0.015 0.02 -0.017
Si 29.968 -0.032 6.748 0.007 -0.006 -0.013
Si 32.645 2.697 6.722 0.01 0.016 0.001
Si 29.955 5.419 6.747 -0.006 0.006 0.003
Si 32.633 8.14 6.701 -0.015 0.014 -0.003
Si 29.935 10.829 6.73 0.005 0.006 -0.002
Si 32.639 13.56 6.725 0.003 0.004 -0.01
Si 35.365 0.004 6.719 -0.006 0.01 -0.003
Si 38.068 2.74 6.746 0 0.004 -0.008
Si 35.327 5.424 6.719 -0.002 0.006 0.006
Si 38.04 8.132 6.771 0.032 -0.014 0.002
Si 35.324 10.865 6.71 -0.001 0.01 -0.013
Si 38.053 13.603 6.728 0.012 -0.002 -0.014
Si 40.775 0.026 6.785 0.012 -0.016 -0.009
Si 43.502 2.738 6.811 0.019 -0.011 -0.009
Si 40.765 5.449 6.769 0.013 0.003 -0.009
Si 43.506 8.182 6.811 0.009 -0.006 -0.011
Si 40.784 10.888 6.791 0.016 0.001 -0.015
Si 43.53 13.619 6.89 -0.006 -0.014 0.007
Si 46.21 -0.004 6.894 0.003 0.018 -0.003
Si 48.949 2.736 6.935 0.003 0.015 -0.009
Si 46.248 5.468 6.851 -0.003 -0.008 -0.006
Si 48.983 8.168 6.899 -0.005 -0.003 -0.003
Si 46.227 10.875 6.883 0.004 0.002 -0.009
Si 48.937 13.566 6.928 0.013 0.006 0.002
Si 51.672 -0.003 6.945 0.003 -0.001 -0.01
Si 54.407 2.746 6.905 0.011 -0.014 -0.007
Si 51.696 5.48 6.924 -0.001 -0.025 -0.003
Si 54.359 8.209 6.902 -0.004 0.021 -0.002
Si 51.681 10.843 6.882 0.02 -0.007 -0.007
Si 54.402 13.584 6.883 0.007 -0.024 -0.013
Si 57.1 0.028 6.844 0.006 -0.005 -0.013
Si 59.789 2.724 6.869 0.036 -0.037 0.003
Si 57.074 5.479 6.888 -0.006 -0.001 -0.009
Si 59.766 8.211 6.867 0.019 -0.008 0.001
Si 57.07 10.952 6.861 -0.013 0.002 -0.012
Si 59.776 13.695 6.817 0.001 -0.02 -0.003
Si 62.471 0.053 6.808 0.004 0.001 -0.001
Si 65.192 2.732 6.843 -0.002 0.017 -0.008
Si 62.47 5.468 6.878 0.002 0.002 0
Si 65.236 8.228 6.88 -0.008 -0.008 0.001
Si 62.471 10.962 6.855 0.007 0.006 0.001
Si 65.207 13.681 6.852 0.016 -0.008 0.005
Si 1.317 1.399 8.186 -0.018 -0.011 0.012
Si 4.081 4.119 8.167 -0.003 0.001 0.003
Si 1.339 6.847 8.193 -0.011 0.005 0
Si 4.086 9.584 8.155 -0.004 0.003 0.002
Si 1.329 12.328 8.189 0.007 -0.001 -0.005
Si 4.085 15.009 8.13 0.002 0.003 -0.009
Si 6.829 1.385 8.1 0.015 0.004 -0.008
Si 9.56 4.094 8.068 0.013 0 -0.006
Si 6.825 6.84 8.137 0.013 0.003 0.013
Si 9.548 9.551 8.071 -0.004 -0.009 -0.004
Si 6.822 12.274 8.098 -0.021 -0.013 0.004
Si 9.538 14.989 8.084 -0.002 -0.024 0.001
Si 12.27 1.352 8.072 -0.007 -0.011 0.006
Si 14.99 4.069 8.069 -0.002 -0.008 0.003
Si 12.267 6.804 8.043 0.032 -0.002 -0.011
Si 15.002 9.483 8.075 -0.006 -0.001 -0.006
Si 12.272 12.25 8.075 0.004 -0.005 0.006
Si 14.995 14.946 8.064 0.016 0.001 -0.002
Si 17.714 1.346 8.083 -0.003 -0.025 0.004
Si 20.441 4.069 8.096 0.013 -0.004 -0.003
Si 17.723 6.778 8.099 0.002 0.003 0.014
Si 20.439 9.49 8.094 0.003 -0.014 0.004
Si 17.713 12.208 8.093 0.004 0.005 -0.001
Si 20.45 14.93 8.132 0.004 -0.001 0.007
Si 23.158 1.347 8.137 0.016 -0.002 0.003
Si 25.872 4.051 8.123 0.014 -0.007 -0.002
Si 23.152 6.783 8.092 0.008 -0.003 -0.001
Si 25.874 9.467 8.113 -0.016 -0.007 0
Si 23.158 12.209 8.143 0.002 -0.005 0.01
Si 25.886 14.909 8.138 -0.014 0.001 0.003
Si 28.592 1.322 8.113 -0.006 -0.001 -0.004
Si 31.286 4.043 8.101 -0.012 -0.016 0.005
Si 28.586 6.763 8.115 0.012 0.022 -0.001
Si 31.277 9.474 8.092 0.012 0.002 0.004
Si 28.571 12.19 8.093 -0.004 -0.011 -0.003
Si 31.294 14.916 8.104 0.006 0.001 0.009
Si 33.995 1.34 8.086 -0.005 -0.006 0.001
Si 36.685 4.072 8.094 0.003 -0.006 0.008
Si 33.969 6.778 8.08 -0.002 -0.014 0.003
Si 36.674 9.508 8.093 0.003 0.01 -0.002
Si 33.977 12.203 8.093 -0.002 -0.011 0.012
Si 36.696 14.95 8.089 0.005 -0.002 0.004
Si 39.409 1.374 8.123 0.007 0.013 0.004
Si 42.129 4.091 8.138 -0.013 0.018 -0.002
Si 39.398 6.781 8.132 -0.028 -0.011 0.011
Si 42.131 9.521 8.157 -0.012 0 0
Si 39.405 12.246 8.113 0.002 0.015 -0.004
Si 42.121 14.977 8.17 0.004 -0.004 0.005
Si 44.834 1.364 8.199 -0.023 -0.022 -0.004
Si 47.571 4.092 8.24 -0.015 -0.026 -0.004
Si 44.867 6.819 8.177 0 0.021 -0.005
Si 47.601 9.517 8.23 0 0.018 0.001
Si 44.875 12.235 8.23 -0.005 0.017 0.011
Si 47.581 14.953 8.245 -0.002 -0.007 -0.007
Si 50.314 1.364 8.276 0.001 0.007 -0.007
Si 53.044 4.092 8.264 -0.007 0.005 0.002
Si 50.319 6.805 8.272 0.004 0.018 0.011
Si 53.018 9.521 8.286 -0.017 -0.014 0.02
Si 50.324 12.203 8.246 -0.024 0.004 -0.009
Si 53.048 14.938 8.254 -0.01 0.015 -0.006
Si 55.764 1.371 8.242 0.003 0.028 0.001
Si 58.447 4.104 8.228 -0.006 0.008 -0.005
Si 55.725 6.831 8.249 -0.003 -0.008 0.001
Si 58.427 9.574 8.226 -0.007 0.001 0.003
Si 55.743 12.257 8.273 0.004 0.004 0.022
Si 58.454 15.013 8.23 0.016 0.018 0.017
Si 61.163 1.394 8.23 0.005 0.02 0.023
Si 63.874 4.126 8.213 0.017 0.004 0.008
Si 61.133 6.846 8.23 -0.003 0.003 -0.003
Si 63.869 9.606 8.208 0.009 0.008 -0.005
Si 61.123 12.319 8.206 -0.007 -0.011 0.008
Si 63.852 15.04 8.197 0.004 -0.016 0.006
Si 65.243 0.057 9.558 -0.011 0.008 0.006
Si 2.703 2.775 9.521 -0.002 0.017 0.003
Si 65.257 5.494 9.553 0.004 -0.004 -0.003
Si 2.716 8.231 9.519 0 -0.011 0.004
Si 65.259 10.957 9.552 0.009 -0.017 0.005
Si 2.717 13.683 9.522 -0.012 -0.001 0.006
Si 5.452 0.06 9.479 0 -0.001 0.004
Si 8.185 2.768 9.45 -0.02 -0.006 0.003
Si 5.445 5.505 9.5 -0.019 0.005 0.008
Si 8.187 8.223 9.464 -0.008 -0.005 0.011
Si 5.455 10.952 9.492 0.013 -0.005 0.006
Si 8.17 13.652 9.455 -0.005 0.013 0.006
Si 10.898 0.029 9.447 -0.009 0.014 0.013
Si 13.618 2.732 9.431 0 -0.004 0.006
Si 10.905 5.474 9.43 -0.022 0.009 0.005
Si 13.619 8.158 9.433 0.01 -0.005 0.01
Si 10.898 10.918 9.44 -0.002 0.008 0.007
Si 13.625 13.615 9.44 -0.008 -0.005 0.009
Si 16.343 -0.004 9.435 -0.007 0.012 -0.002
Si 19.067 2.714 9.451 -0.01 0.015 -0.004
Si 16.342 5.432 9.445 0.002 0 0.008
Si 19.069 8.151 9.461 -0.008 0.002 0.002
Si 16.339 10.866 9.449 -0.003 0.007 0.007
Si 19.063 13.575 9.466 -0.004 0.002 0
Si 21.793 -0.014 9.491 -0.012 0.008 0.003
Si 24.507 2.707 9.494 -0.015 0.001 0.004
Si 21.786 5.434 9.462 -0.008 -0.004 0
Si 24.497 8.131 9.474 -0.002 -0.001 0.005
Si 21.778 10.853 9.477 0.003 0.012 0.003
Si 24.507 13.576 9.502 0.007 0.002 0.007
Si 27.226 -0.028 9.484 0.003 -0.015 0
Si 29.924 2.695 9.474 0.012 0.009 0.009
Si 27.216 5.416 9.479 -0.005 0 0.005
Si 29.916 8.135 9.473 -0.007 -0.004 0.001
Si 27.212 10.847 9.471 -0.003 0.006 0
Si 29.913 13.564 9.455 -0.007 0.013 -0.007
Si 32.638 -0.025 9.449 0.013 -0.003 0.003
Si 35.336 2.698 9.454 -0.003 0.006 0.001
Si 32.62 5.419 9.459 0.007 0.008 0.005
Si 35.319 8.133 9.449 -0.008 0.001 -0.001
Si 32.618 10.841 9.452 -0.013 0.001 -0.003
Si 35.334 13.576 9.438 0.01 0.005 -0.006
Si 38.054 -0.021 9.454 0 -0.01 -0.007
Si 40.775 2.714 9.484 0.011 -0.011 0.006
Si 38.037 5.412 9.472 0.019 0 0.007
Si 40.767 8.138 9.482 0.021 -0.002 -0.002
Si 38.042 10.862 9.447 0.006 -0.001 -0.008
Si 40.764 13.583 9.492 -0.004 -0.003 0
Si 43.489 -0.012 9.539 -0.007 0.019 0.009
Si 46.217 2.698 9.556 0.004 0.014 0.002
Si 43.502 5.43 9.499 0.01 -0.013 -0.004
Si 46.232 8.141 9.557 0.005 -0.015 0.002
Si 43.495 10.853 9.535 0.005 -0.001 0.005
Si 46.236 13.578 9.589 0.006 -0.009 0.015
Si 48.956 -0.024 9.597 -0.006 -0.002 0.002
Si 51.688 2.715 9.615 -0.002 -0.014 0.002
Si 48.953 5.421 9.595 0.005 -0.014 -0.003
Si 51.68 8.142 9.635 0.002 0.013 0.008
Si 48.965 10.849 9.6 0.014 -0.005 0.003
Si 51.689 13.566 9.598 0.013 -0.013 -0.008
Si 54.41 -0.008 9.597 0.007 -0.022 -0.009
Si 57.117 2.731 9.607 0.005 -0.019 -0.004
Si 54.402 5.445 9.623 0.003 0 -0.002
Si 57.099 8.185 9.6 -0.007 0.008 -0.006
Si 54.398 10.874 9.624 -0.003 0.007 -0.001
Si 57.121 13.625 9.599 0.007 -0.009 -0.009
Si 59.822 0.032 9.602 0.007 -0.007 0.004
Si 62.532 2.763 9.582 0 -0.011 0.004
Si 59.805 5.466 9.595 0.003 0.007 0.003
Si 62.527 8.216 9.561 0.011 -0.004 -0.007
Si 59.806 10.927 9.581 -0.002 0.006 -0.004
Si 62.519 13.657 9.564 0.007 0.001 -0.004
Si 1.359 15.036 10.899 0.004 -0.004 0.004
Si 4.096 1.429 10.857 0 -0.003 -0.002
Si 1.366 4.152 10.898 -0.005 -0.001 0.007
Si 4.092 6.879 10.868 0.014 0.001 0.008
Si 1.362 9.598 10.891 -0.008 -0.007 0.004
Si 4.095 12.322 10.861 0.003 -0.011 -0.003
Si 6.821 15.028 10.83 -0.005 -0.011 0.001
Si 9.55 1.416 10.808 0.01 -0.007 -0.004
Si 6.827 4.143 10.825 0.011 0.008 -0.005
Si 9.554 6.858 10.803 0.005 0.007 -0.003
Si 6.827 9.595 10.833 -0.001 -0.004 0.001
Si 9.543 12.301 10.804 -0.009 -0.012 -0.003
Si 12.265 14.994 10.801 0.005 0.002 0
Si 14.985 1.379 10.787 0.004 -0.002 -0.004
Si 12.27 4.12 10.793 0.018 -0.003 -0.007
Si 14.986 6.815 10.8 0.001 -0.008 0
Si 12.265 9.556 10.787 -0.001 0 -0.008
Si 14.982 12.255 10.801 0.007 -0.001 -0.004
Si 17.698 14.961 10.804 -0.006 0.001 -0.003
Si 20.42 1.358 10.829 0.009 -0.02 -0.002
Si 17.707 4.083 10.809 -0.002 -0.013 0.003
Si 20.424 6.795 10.827 -0.001 0.002 0.002
Si 17.709 9.523 10.818 0.018 -0.002 -0.001
Si 20.421 12.223 10.836 -0.004 -0.008 0.005
Si 23.146 14.947 10.859 0.009 -0.002 0.003
Si 25.853 1.332 10.846 -0.001 0.008 -0.003
Si 23.133 4.076 10.836 0.007 0.005 -0.002
Si 25.845 6.77 10.838 0.003 -0.007 -0.004
Si 23.137 9.495 10.836 0.004 -0.002 -0.005
Si 25.859 12.206 10.848 -0.009 0.004 0
Si 28.566 14.921 10.837 -0.001 0.004 0.005
Si 31.273 1.322 10.82 0 -0.011 -0.009
Si 28.558 4.052 10.841 -0.014 -0.007 -0.006
Si 31.25 6.764 10.832 -0.013 0.011 0
Si 28.554 9.489 10.841 0.009 -0.001 0.004
Si 31.254 12.192 10.812 0.015 -0.015 0.001
Si 33.977 14.925 10.804 -0.005 0.002 0.002
Si 36.684 1.32 10.805 0.011 -0.009 0.004
Si 33.968 4.049 10.813 -0.001 -0.002 -0.002
Si 36.668 6.767 10.814 0.004 -0.007 -0.003
Si 33.953 9.473 10.817 0.005 0.007 -0.003
Si 36.678 12.21 10.801 -0.002 0.002 -0.004
Si 39.395 14.935 10.831 0.002 0.009 0.007
Si 42.118 1.347 10.858 -0.002 0.004 0.005
Si 39.4 4.052 10.828 -0.011 0.001 0
Si 42.129 6.775 10.838 -0.007 0.005 -0.003
Si 39.393 9.497 10.814 -0.008 0.009 -0.001
Si 42.121 12.215 10.856 -0.005 -0.003 -0.001
Si 44.857 14.944 10.901 -0.012 -0.004 -0.005
Si 47.58 1.334 10.92 -0.004 -0.003 -0.005
Si 44.849 4.062 10.872 -0.014 -0.012 -0.001
Si 47.576 6.768 10.924 -0.005 0.011 0
Si 44.856 9.489 10.894 -0.005 0.014 0.001
Si 47.599 12.207 10.936 0.008 0.023 0.001
Si 50.322 14.922 10.941 -0.004 0.011 -0.008
Si 53.044 1.335 10.959 -0.001 0.015 -0.004
Si 50.31 4.057 10.958 -0.01 0.003 0.002
Si 53.037 6.777 10.99 -0.02 -0.005 0.013
Si 50.312 9.489 10.97 -0.008 -0.007 0.01
Si 53.041 12.218 10.976 0 -0.007 0.008
Si 55.766 14.961 10.968 0.009 0.009 0.005
Si 58.478 1.382 10.976 0.014 0.006 0.013
Si 55.76 4.075 10.976 0.003 0.003 0.001
Si 58.461 6.822 10.964 -0.01 -0.007 -0.001
Si 55.749 9.51 10.987 -0.01 0.005 0.014
Si 58.469 12.264 10.969 -0.014 0.002 0.011
Si 61.189 15 10.961 -0.008 -0.005 0.012
Si 63.911 1.419 10.938 0.015 0.01 0.007
Si 61.185 4.122 10.953 0.004 0.004 0.004
Si 63.908 6.864 10.916 0.008 0.007 0.003
Si 61.185 9.57 10.938 -0.001 -0.005 -0.004
Si 63.902 12.308 10.921 0.002 0.008 0.001
Si 2.736 0.091 12.238 -0.015 0.004 -0.001
Si 5.457 2.814 12.205 -0.011 -0.006 -0.004
Si 2.734 5.531 12.245 -0.004 0.005 0.001
Si 5.456 8.262 12.206 -0.004 0 0.002
Si 2.734 10.975 12.235 0.001 0.004 0
Si 5.456 13.698 12.212 -0.001 0.012 0.001
Si 8.181 0.085 12.181 -0.013 0.01 -0.006
Si 10.904 2.787 12.166 -0.027 0.003 0.007
Si 8.179 5.528 12.172 -0.012 -0.007 0.005
Si 10.898 8.234 12.167 0 -0.006 0.007
Si 8.178 10.973 12.183 -0.005 0.003 -0.001
Si 10.889 13.669 12.174 -0.006 -0.016 0.003
Si 13.623 0.044 12.156 -0.002 0.018 -0.003
Si 16.329 2.744 12.161 -0.004 -0.009 -0.003
Si 13.616 5.485 12.168 0.005 0.002 0.012
Si 16.337 8.179 12.173 -0.003 0.013 0.003
Si 13.605 10.924 12.163 -0.003 -0.001 0.004
Si 16.333 13.621 12.171 0.004 0.005 0.003
Si 19.045 0.005 12.176 -0.011 0 -0.002
Si 21.774 2.72 12.197 -0.005 0.021 -0.004
Si 19.053 5.447 12.183 -0.002 -0.003 -0.002
Si 21.769 8.154 12.203 0.005 -0.001 -0.001
Si 19.056 10.879 12.2 -0.01 0.012 0.003
Si 21.772 13.586 12.205 -0.007 0.004 0.002
Si 24.496 -0.011 12.229 0.005 0.007 0.007
Si 27.19 2.707 12.206 0.01 -0.003 0.001
Si 24.475 5.435 12.21 -0.003 -0.008 -0.004
Si 27.187 8.134 12.201 -0.019 -0.001 -0.008
Si 24.49 10.852 12.202 -0.007 0 -0.012
Si 27.206 13.573 12.211 -0.002 -0.001 -0.004
Si 29.912 -0.028 12.188 0.009 -0.001 0.004
Si 32.612 2.689 12.178 0.013 0.011 0.001
Si 29.891 5.419 12.21 0.013 0.005 0.005
Si 32.585 8.13 12.194 0.003 -0.017 0.002
Si 29.902 10.853 12.202 -0.008 0.015 -0.007
Si 32.608 13.563 12.15 -0.009 0.003 -0.014
Si 35.33 -0.045 12.166 0 -0.002 -0.004
Si 38.043 2.669 12.159 0.008 -0.003 -0.004
Si 35.312 5.403 12.178 0.004 0.004 0.006
Si 38.037 8.12 12.156 0.013 0.015 0.001
Si 35.316 10.842 12.148 0.005 0.003 -0.006
Si 38.032 13.558 12.168 -0.002 -0.005 -0.005
Si 40.762 -0.037 12.187 0.004 0.002 0.002
Si 43.499 2.683 12.205 0.003 0.004 -0.008
Si 40.773 5.4 12.175 0.015 0.006 -0.003
Si 43.491 8.102 12.217 0 -0.012 -0.007
Si 40.756 10.835 12.186 0.003 -0.002 -0.008
Si 43.493 13.557 12.215 0.004 -0.003 -0.002
Si 46.233 -0.041 12.267 0.009 0.006 0.008
Si 48.946 2.672 12.286 0.003 -0.013 -0.001
Si 46.211 5.387 12.252 0.003 -0.018 -0.003
Si 48.95 8.097 12.286 0.003 0.006 -0.003
Si 46.229 10.824 12.256 0.009 -0.003 0
Si 48.973 13.548 12.292 0.006 -0.013 0
Si 51.685 -0.048 12.302 -0.002 -0.022 -0.004
Si 54.405 2.686 12.321 0.002 -0.012 -0.003
Si 51.676 5.394 12.328 0.013 0.006 0.001
Si 54.403 8.127 12.351 0.01 -0.004 -0.004
Si 51.691 10.832 12.32 0.009 0.013 -0.008
Si 54.419 13.573 12.318 0.005 0.008 -0.015
Si 57.127 -0.004 12.328 0 -0.002 -0.011
Si 59.847 2.748 12.328 -0.002 0 -0.006
Si 57.125 5.435 12.333 0.001 0.003 -0.003
Si 59.845 8.187 12.304 0.004 0.003 -0.01
Si 57.123 10.877 12.326 0.019 0.006 -0.013
Si 59.847 13.617 12.322 0.008 -0.007 -0.008
Si 62.563 0.053 12.308 0.003 0 -0.002
Si 65.296 2.795 12.267 -0.005 -0.001 -0.004
Si 62.563 5.498 12.291 0 -0.005 -0.007
Si 65.287 8.235 12.258 0 -0.002 -0.006
Si 62.563 10.929 12.295 -0.001 -0.008 -0.005
Si 65.281 13.676 12.264 -0.005 -0.014 -0.003
Si 1.402 1.461 13.619 0.004 0.002 0
Si 4.117 4.186 13.593 0.015 0.001 0.008
Si 1.39 6.907 13.619 -0.01 0.003 0.006
Si 4.115 9.635 13.588 0.011 -0.011 0.003
Si 1.381 12.335 13.614 -0.003 -0.002 -0.002
Si 4.11 15.068 13.591 0.006 -0.006 0.003
Si 6.838 1.468 13.548 0.009 -0.006 -0.005
Si 9.55 4.178 13.519 0.011 0.004 -0.009
Si 6.829 6.908 13.543 0.012 0.001 -0.009
Si 9.546 9.621 13.531 -0.005 0.008 -0.006
Si 6.834 12.351 13.556 0.014 -0.015 -0.008
Si 9.543 15.057 13.544 -0.005 0.018 0
Si 12.278 1.429 13.513 0.029 -0.019 -0.002
Si 14.984 4.13 13.522 0.011 -0.014 -0.007
Si 12.262 6.88 13.519 0.003 0.005 -0.006
Si 14.975 9.569 13.514 0.008 -0.011 -0.005
Si 12.249 12.307 13.525 -0.003 0.006 -0.006
Si 14.976 15.007 13.522 0.002 -0.009 -0.008
Si 17.68 1.383 13.522 -0.002 0.006 -0.012
Si 20.412 4.091 13.548 0.005 -0.017 0.001
Si 17.693 6.818 13.543 0.004 -0.003 0.003
Si 20.411 9.516 13.569 0.008 0.003 -0.005
Si 17.694 12.267 13.537 0.005 -0.003 -0.006
Si 20.399 14.964 13.543 -0.003 0.001 -0.005
Si 23.132 1.372 13.578 -0.003 -0.007 0.007
Si 25.821 4.07 13.57 -0.013 0 -0.014
Si 23.123 6.805 13.576 0.002 0 -0.008
Si 25.832 9.489 13.571 0.001 0 -0.011
Si 23.13 12.212 13.559 0.018 -0.012 -0.007
Si 25.856 14.935 13.584 0.009 -0.009 0.01
Si 28.55 1.339 13.548 -0.022 0.001 -0.016
Si 31.246 4.038 13.547 0 -0.008 -0.007
Si 28.525 6.781 13.579 -0.005 0.005 -0.003
Si 31.233 9.488 13.577 -0.015 0.003 0.007
Si 28.554 12.211 13.577 0.01 0.002 0.009
Si 31.256 14.905 13.525 0.018 -0.011 -0.015
Si 33.969 1.313 13.518 0 -0.007 -0.007
Si 36.672 4.011 13.504 0.016 -0.018 -0.006
Si 33.926 6.744 13.532 -0.005 0.014 -0.001
Si 36.664 9.473 13.495 -0.014 0.009 -0.008
Si 33.949 12.193 13.501 -0.002 -0.002 -0.016
Si 36.663 14.895 13.528 0.009 0.009 0.013
Si 39.393 1.312 13.526 -0.015 -0.007 0.007
Si 42.134 4.037 13.533 -0.007 -0.008 -0.013
Si 39.398 6.753 13.505 0.006 -0.009 -0.004
Si 42.106 9.453 13.538 -0.003 0.011 0.002
Si 39.39 12.196 13.524 -0.002 -0.01 0.009
Si 42.128 14.922 13.54 -0.007 -0.004 -0.002
Si 44.854 1.331 13.578 -0.018 0.015 -0.01
Si 47.564 4.019 13.619 -0.01 0.013 -0.007
Si 44.833 6.73 13.59 -0.007 0.01 -0.003
Si 47.575 9.439 13.614 0.006 -0.003 -0.004
Si 44.855 12.192 13.571 -0.013 0.01 0.002
Si 47.603 14.906 13.622 -0.002 0 0.001
Si 50.305 1.3 13.642 -0.009 0.007 -0.011
Si 53.032 4.018 13.681 -0.007 -0.008 0
Si 50.294 6.738 13.665 -0.02 0.004 0.006
Si 53.027 9.467 13.702 -0.032 0.021 0.012
Si 50.325 12.18 13.658 -0.001 -0.006 0.008
Si 53.048 14.91 13.664 -0.001 0.006 -0.008
Si 55.76 1.33 13.693 0.008 0.001 0
Si 58.492 4.088 13.704 0.002 -0.005 0.012
Si 55.762 6.759 13.71 -0.001 -0.011 0.016
Si 58.498 9.529 13.682 -0.03 0.004 -0.008
Si 55.763 12.21 13.695 -0.011 0.001 0.002
Si 58.489 14.959 13.689 0.001 -0.008 0.01
Si 61.22 1.405 13.69 -0.001 -0.002 0.013
Si 63.95 4.153 13.636 0.006 0.002 -0.004
Si 61.212 6.842 13.674 -0.006 0.013 0.004
Si 63.944 9.58 13.65 0.018 -0.005 0.005
Si 61.216 12.267 13.685 -0.005 0.005 0.012
Si 63.943 15.025 13.657 0.015 0.007 0.009
Si 65.326 0.1 14.979 -0.009 0.004 -0.002
Si 2.768 2.835 14.977 -0.021 -0.006 0.008
Si 65.318 5.533 14.976 -0.011 -0.004 -0.005
Si 2.754 8.297 14.969 -0.005 0.007 0.006
Si 65.324 10.961 14.987 -0.013 0 -0.002
Si 2.738 13.727 14.959 -0.014 -0.009 0.001
Si 5.483 0.135 14.928 -0.013 0.007 0.007
Si 8.189 2.854 14.897 -0.014 -0.003 0.009
Si 5.473 5.587 14.933 -0.004 -0.005 0.005
Si 8.176 8.29 14.894 -0.009 0.002 0.005
Si 5.473 11.025 14.934 0.002 0.019 0.005
Si 8.174 13.728 14.925 -0.026 -0.021 0.007
Si 10.917 0.103 14.889 -0.017 0.016 0.007
Si 13.622 2.794 14.883 -0.01 0.003 0.008
Si 10.89 5.553 14.882 -0.01 -0.005 0.008
Si 13.611 8.243 14.887 -0.006 0.005 0.013
Si 10.879 10.991 14.91 -0.01 -0.008 0.01
Si 13.593 13.683 14.882 0.006 -0.007 0.004
Si 16.33 0.039 14.896 -0.007 0.002 0.014
Si 19.017 2.753 14.884 0.003 0 0.002
Si 16.318 5.488 14.912 -0.005 -0.003 0.009
Si 19.043 8.164 14.926 -0.005 -0.005 0.005
Si 16.311 10.935 14.887 0.011 0.021 0.005
Si 19.048 13.611 14.919 -0.015 -0.001 0.01
Si 21.739 0.016 14.902 -0.004 0.001 0.007
Si 24.484 2.73 14.967 0.009 0.017 0.016
Si 21.763 5.445 14.926 -0.005 -0.003 -0.004
Si 24.463 8.165 14.959 0.006 0.008 -0.005
Si 21.778 10.864 14.94 0.001 0.007 0.01
Si 24.489 13.558 14.924 -0.015 0.001 0.003
Si 27.221 -0.011 14.935 0.011 0.011 0.005
Si 29.881 2.701 14.918 0.009 0.001 0.013
Si 27.143 5.442 14.942 -0.003 -0.006 0.007
Si 29.866 8.14 14.957 0.002 0.005 0.006
Si 27.201 10.832 14.925 -0.018 0.005 -0.011
Si 29.91 13.581 14.932 -0.006 -0.005 0.001
Si 32.615 -0.061 14.859 -0.003 0 -0.004
Si 35.325 2.657 14.881 -0.001 0.01 0.007
Si 32.585 5.382 14.923 0.001 0 0.012
Si 35.282 8.129 14.838 0.012 -0.01 0.003
Si 32.597 10.879 14.898 0.026 0.019 0.003
Si 35.295 13.521 14.875 -0.016 0.002 0.003
Si 38.029 -0.061 14.861 0.007 -0.003 0.002
Si 40.784 2.663 14.854 0.025 0.02 -0.005
Si 38.049 5.361 14.825 -0.011 0 -0.004
Si 40.752 8.077 14.89 0.008 0.005 0.008
Si 38.027 10.811 14.852 0.012 0.011 0.003
Si 40.759 13.557 14.868 0.016 0.007 0.005
Si 43.502 -0.056 14.894 -0.002 0.003 0.004
Si 46.198 2.665 14.972 0.004 -0.022 0.006
Si 43.474 5.356 14.936 0.002 -0.018 0.012
Si 46.215 8.053 14.944 0.004 0.006 -0.002
Si 43.482 10.8 14.872 -0.001 -0.009 -0.005
Si 46.233 13.524 14.937 0.009 -0.008 0.012
Si 48.961 -0.072 15.002 0.01 -0.003 0.014
Si 51.666 2.63 15.016 0.009 -0.006 0.006
Si 48.926 5.349 14.989 0.013 -0.008 0.001
Si 51.648 8.083 15.038 0.018 -0.002 -0.003
Si 48.96 10.769 14.96 -0.004 -0.001 -0.001
Si 51.708 13.52 15.011 0.01 0 0
Si 54.4 -0.063 15.036 -0.002 -0.012 -0.012
Si 57.125 2.695 15.044 -0.003 -0.002 -0.004
Si 54.396 5.36 15.049 0.005 0.002 0.002
Si 57.153 8.137 15.029 0.028 0.01 -0.013
Si 54.402 10.827 15.048 0.013 -0.005 -0.005
Si 57.144 13.561 15.043 0.012 0.015 -0.005
Si 59.856 0.016 15.032 -0.009 0.004 -0.006
Si 62.611 2.793 15.017 0.006 -0.004 -0.005
Si 59.873 5.459 15.048 -0.011 -0.008 0.001
Si 62.589 8.212 15.022 -0.003 0.004 -0.005
Si 59.864 10.884 15.052 0.02 -0.005 -0.005
Si 62.592 13.648 15.021 0.003 -0.015 -0.005
O 65.408 -1.216 23.176 0.135 -0.458 0.155
O 62.611 11.151 21.766 -0.075 0.239 -0.072
O 64.829 12.822 25.682 -0.042 0.304 0.109
O 4.585 1.14 23.081 0.255 0.163 0.16
O 66.562 3.938 23.289 0.335 0.061 0.659
O 65.767 2.178 25.129 -0.434 0.195 0.483
O 2.892 5.65 22.236 -0.013 -0.079 0.329
O 4.279 7.671 23.144 -0.058 0.566 0.071
O 67.167 8.521 27.019 -0.071 0.015 0.341
O 5.528 8.995 25.165 -0.322 0.158 0.218
O 2.809 11.025 22.114 0.155 -0.225 0.248
O 4.166 12.723 23.398 -0.157 -0.404 0.602
O 5.785 14.445 22.562 -0.349 -0.189 -0.266
O 10.781 13.297 25.168 0.201 -0.052 0.062
O 8.243 12.925 25.876 0.03 0.027 -0.213
O 7.414 4.694 22.907 0.37 -0.194 0.171
O 8.722 6.895 23.119 0.071 0.304 0.488
O 10.766 8.309 22.246 0.033 0.055 0.481
O 6.864 3.173 26.088 -0.526 0.143 -0.114
O 6.768 9.317 22.991 -0.436 -0.509 0
O 11.691 -1.385 23.064 0.189 0.086 0.338
O 14.576 -1.16 26.919 0.071 0.016 0.392
O 18.841 -0.106 25.201 0.131 -0.107 0.853
O 17.415 1.488 23.817 0.556 0.22 0.025
O 11.071 3.004 22.085 0.014 -0.092 0.525
O 9.348 1.582 23.128 0.279 0.206 0.591
O 14.284 6.684 23.019 0.121 0.102 0.218
O 16.218 8.168 22.088 0.18 0.094 0.52
O 14.749 9.052 24.789 0.039 -0.428 -0.332
O 13.471 11.276 25.216 -0.328 0.167 0.822
O 14.8 11.817 22.989 0.248 -0.56 0.123
O 17.902 -0.982 23.004 0.169 0.004 0.056
O 26.913 11.538 25.649 0.389 0.143 -0.016
O 20.727 -1.599 24.284 -0.427 -0.216 0.229
O 21.718 2.636 22.154 0.064 0.168 0.438
O 16.954 3.865 22.842 -0.224 0.35 0.21
O 18.889 5.335 22.027 -0.045 -0.161 0.286
O 20.209 6.908 23.417 -0.483 -0.372 0.403
O 18.892 7.355 27.372 0.263 -0.273 -0.086
O 17.686 9.975 23.137 -0.241 0.078 0.481
O 22.274 12.659 24.552 -0.145 0.257 0.246
O 24.448 13.9 29.628 0.401 0.019 0.397
O 21.408 13.352 22.129 0.057 0.387 -0.449
O 23.132 -1.513 23.196 0.296 0.324 0.645
O 24.619 0.135 22.04 -0.221 -0.159 0.243
O 26.506 1.946 22.469 0.21 0.186 -0.152
O 26.085 3.65 24.343 0.172 0.053 0.668
O 23.741 3.968 23.034 -0.272 -0.317 0.4
O 25.287 5.999 23.248 0.112 -0.008 0.137
O 26.992 7.749 22.465 0.14 -0.1 -0.385
O 28.341 9.798 23.175 0.18 0.587 0.244
O 23.134 10.569 23.185 0.076 0.265 -0.039
O 25.861 11.694 23.104 -0.106 -0.12 0.063
O 31.539 11.146 25.004 -0.346 -0.342 -0.393
O 27.182 13.662 22.166 0.011 -0.049 0.42
O 32.208 3.255 25.282 -0.341 0.565 -0.224
O 28.378 -0.605 23.168 0.13 0.141 0.071
O 31.512 1.42 23.392 -0.52 -0.301 0.301
O 25.001 3.397 27.442 0.268 0.263 0.239
O 28.411 3.617 23.156 0.5 -0.074 0.356
O 29.994 5.419 22.124 -0.027 -0.031 0.24
O 32.243 6.697 22.692 0.152 -0.376 0.33
O 30.867 8.397 24.025 -0.416 0.122 -0.46
O 30.174 11.014 22.071 -0.051 -0.258 0.439
O 34.59 11.926 26.808 -0.137 -0.143 0.436
O 29.107 -0.658 25.643 -0.011 -0.455 0.162
O 32.107 12.654 22.949 0.074 0.289 0.156
O 34.082 11.446 24.338 0.414 -0.302 -0.33
O 35.144 14.348 25.998 0.117 0.42 0.335
O 35.482 0.106 21.972 -0.202 0.178 0.197
O 36.951 2.127 22.753 -0.285 -0.014 0.106
O 38.065 -0.38 26.717 -0.317 -0.291 -0.084
O 35.905 1.155 26.547 0.248 0.296 0.142
O 36.577 -0.279 24.546 -0.169 0.212 -0.564
O 36.878 6.687 23.055 0.018 -0.024 0.191
O 34.26 4.631 26.067 -0.206 0.474 -0.046
O 35.359 10.639 21.995 0.172 0.105 0.51
O 37.443 12.137 22.631 0.027 0.034 0.06
O 38.963 14.322 22.822 -0.246 0.286 0.224
O 40.596 -0.091 21.99 0.042 0.121 0.474
O 42.468 1.36 23.058 -0.002 0.556 0.262
O 44.263 3.684 23.059 -0.149 -0.234 0.211
O 38.888 3.714 23.25 0.055 -0.2 0.287
O 40.6 5.439 22.041 0.135 0.225 0.102
O 42.196 7.6 22.482 0.34 0.437 -0.212
O 42.996 3.617 25.446 0.024 -0.477 0.131
O 42.499 12.641 22.716 -0.16 0.053 0.287
O 43.155 8.138 24.881 0.394 -0.134 0.404
O 44.856 12.426 27.147 0.186 -0.121 0.34
O 44.766 14.007 22.803 0.404 -0.359 0.146
O 46.116 -0.209 22.022 -0.308 -0.061 0.312
O 48.225 0.936 23.03 0.396 0.164 0.044
O 47.236 2.752 28.436 0.243 -0.506 -0.148
O 46.161 5.332 22.22 0.035 -0.035 0.226
O 44.666 5.796 27.465 -0.194 -0.263 0.175
O 51.581 8.189 27.442 0.168 -0.03 0.009
O 48.056 6.964 23.261 -0.066 -0.176 0.343
O 45.998 10.853 21.991 0.046 -0.115 0.336
O 50.373 14.36 23.222 -0.196 -0.319 0.152
O 52.032 -1.401 25.332 0.055 0.421 -0.396
O 53.626 1.149 25.402 -0.398 -0.44 0.265
O 49.753 3.57 23.303 -0.195 0.259 0.172
O 51.512 5.204 22.244 -0.002 -0.034 0.444
O 53.151 6.798 23.343 0.066 -0.106 0.287
O 52.788 3.741 25.035 0.303 0.118 0.083
O 49.873 8.829 22.902 0.392 -0.251 0.082
O 51.396 10.678 21.88 -0.135 -0.006 -0.012
O 53.033 11.914 23.269 0.334 0.473 0.25
O 57.32 -0.792 22.662 0.31 0.003 -0.181
O 55.442 14 23.276 -0.62 -0.257 0.056
O 57.669 7.7 29.289 -0.066 0.008 -0.265
O 57.801 1.631 22.995 -0.09 0.528 0.199
O 55.427 3.768 23.141 -0.659 -0.094 0.197
O 53.207 1.985 23 0.611 0.477 -0.155
O 57.377 7.336 25.479 -0.097 0.556 0.203
O 57.871 9.955 24.96 0.067 -0.659 -0.042
O 55.053 8.38 22.809 -0.176 -0.121 -0.078
O 58.683 6.79 23.236 0.236 0.231 0.108
O 56.757 10.305 22.561 0.211 -0.086 -0.347
O 58.406 12.03 23.298 0.079 -0.006 0.56
O 59.935 13.54 21.967 0.035 0.031 -0.023
O 63.252 0.055 22.479 -0.405 -0.128 -0.209
O 64.864 2.097 22.675 0.228 0.158 0.11
O 59.888 2.704 22.064 -0.005 -0.086 0.334
O 61.575 4.057 23.4 -0.253 -0.25 0.49
O 65.106 7.393 22.974 0.469 -0.371 0.091
O 62.469 2.104 26.31 0.288 0.291 -0.106
O 61.166 9.795 23.33 -0.433 -0.036 0.135
O 63.656 9.463 23.669 -0.229 -0.104 -0.351
O 62.636 11.627 24.768 -0.396 0.254 0.429
O 65.758 13.287 30.346 0.043 0.168 0.405
O 3.874 -1.095 24.253 -0.002 -0.094 0.601
O 6.866 7.038 29.197 -0.306 -0.447 0.321
O 66.924 9.537 32.131 0.585 -0.09 -0.04
O 4.091 8.13 28.12 0.679 -0.165 -0.226
O 5.858 13.82 25.167 0.227 0.527 0.116
O 9.591 9.821 31.985 0.015 -0.053 0.451
O 12.772 4.628 23.196 -0.073 -0.284 0.464
O 9.773 -0.608 24.573 -0.012 -0.284 -0.241
O 11.712 11.167 32.15 0.262 0.56 -0.016
O 8.319 5.332 25.216 0.458 0.111 0.315
O 16.215 10.014 29.693 -0.03 0.15 -0.1
O 12.342 6.58 24.927 -0.31 -0.08 -0.076
O 9.514 9.741 27.554 0.299 -0.105 0.238
O 8.067 11.641 28.814 0.111 0.213 0.141
O 14.275 13.796 24.7 -0.13 0.005 0.019
O 16.331 13.619 22.009 -0.037 0.154 0.518
O 9.728 -1.501 26.981 -0.204 0.083 0.401
O 12.792 -1.605 28.839 0.05 -0.626 0.094
O 16.86 5.76 26.485 0.372 -0.223 -0.087
O 16.961 8.34 25.966 0.427 0.046 -0.499
O 12.436 8.991 25.945 0.104 0.433 0.352
O 18.578 11.739 24.933 0.237 0.13 0.158
O 16.518 7.596 28.462 -0.076 -0.432 0.312
O 16.11 -0.501 24.92 -0.151 0.24 -0.129
O 15.148 -2.078 32.028 -0.473 0.292 -0.243
O 19.069 9.906 28.242 -0.049 -0.118 0.005
O 20.376 12.216 28.5 0.11 -0.086 0.059
O 21.356 0.75 25.269 -0.02 0.2 -0.028
O 20.467 0.84 29.37 -0.331 -0.12 0.016
O 20.984 -1.468 28.222 -0.416 0.071 -0.344
O 24.149 4.928 25.442 -0.052 0.514 0.173
O 22.016 7.943 25.109 0.22 -0.411 0.077
O 26.094 9.369 24.379 -0.446 -0.118 -0.031
O 28.121 1.293 30.086 0.439 0.085 0.317
O 19.771 11.421 22.657 0.059 -0.068 -0.091
O 21.752 8.578 22.494 -0.072 -0.278 -0.349
O 22.844 13.09 27.743 -0.039 -0.343 -0.479
O 21.191 5.669 29.343 -0.04 0.195 -0.331
O 22.737 -0.418 29.907 0.067 0.35 0.243
O 24.99 -1.64 27.143 0.336 0.07 -0.044
O 26.098 13.429 31.996 -0.233 -0.017 -0.443
O 22.453 4.347 27.387 -0.532 0.005 -0.261
O 33.165 7.544 25.023 0.376 -0.483 0.182
O 31.194 -1.016 27.422 -0.029 -0.596 -0.239
O 27.716 11.139 30.361 -0.628 0.208 0.125
O 26.15 9.855 27.57 0.49 -0.339 -0.128
O 25.813 0.891 27.091 0.059 -0.085 0.009
O 30.716 7.227 28.894 0.137 0.446 -0.131
O 25.623 1.86 29.525 -0.373 0.272 0.294
O 33.044 3.001 22.103 0.082 0.072 0.523
O 25.782 7.413 28.345 -0.007 -0.644 -0.12
O 36.552 3.875 24.708 -0.046 0.024 -0.094
O 35.293 8.174 29.686 -0.06 0.191 -0.295
O 30.368 7.021 26.209 0.269 -0.229 -0.196
O 33.253 9.112 22.901 0.058 0.196 0.213
O 32.416 -0.439 29.713 -0.155 -0.129 0.226
O 35.197 5.669 29.026 -0.385 -0.323 0.263
O 36.579 10.947 25.241 0.357 0.291 -0.475
O 38.506 6.131 25.079 0.046 -0.616 -0.283
O 29.659 5.078 27.846 -0.305 -0.425 -0.454
O 34.911 14.365 23.35 -0.301 -0.126 0.165
O 40.891 2.493 26.561 -0.564 0.193 -0.195
O 37.272 8.479 24.87 -0.049 0.293 -0.16
O 40.921 9.099 28.491 0.195 -0.069 0.019
O 33.782 2.455 27.303 0.32 0.083 0.682
O 37.767 5.234 29.524 -0.118 0.25 0.059
O 40.693 4.945 25.836 -0.38 -0.212 -0.208
O 39.405 9.578 23.096 -0.464 -0.551 0.211
O 35.038 5.071 22.058 0.052 -0.113 0.321
O 41.05 10.944 30.301 0.399 -0.364 0.194
O 39.591 12.113 24.091 0.082 0.37 0.271
O 41.605 0.301 25.343 -0.525 -0.211 -0.239
O 42.609 -1.185 23.571 -0.474 0.053 -0.082
O 47.321 7.895 27.857 0.396 0.146 -0.239
O 42.667 5.629 23.927 -0.036 -0.255 -0.156
O 40.75 7.288 24.663 -0.324 0.436 -0.131
O 40.113 4.103 29.433 -0.402 -0.519 -0.224
O 25.341 12.228 27.811 -0.268 -0.305 0.351
O 51.433 12.521 29.817 -0.226 0.395 -0.024
O 36.599 11.259 29.255 -0.259 0.285 -0.469
O 44.633 8.284 28.098 -0.366 0.133 -0.323
O 43.596 13.173 25.017 -0.151 -0.509 0.061
O 62.473 5.7 25.346 -0.05 0.286 -0.168
O 44.587 2.556 28.69 -0.088 0.237 0.328
O 49.458 -0.417 25.061 0.239 -0.126 0.275
O 10.232 12.255 27.492 0.677 -0.052 -0.018
O 52.474 4.447 27.568 -0.035 0.444 0.059
O 50.356 3.905 25.924 -0.646 0.341 0.354
O 44.995 5.381 24.896 0.447 0.257 -0.393
O 48.617 2.046 25.251 -0.275 0.157 0.21
O 57.065 5.064 29.141 -0.154 -0.106 0.093
O 49.528 6.528 27.438 0.064 -0.279 0.408
O 47.135 5.829 26.333 0.296 0.207 -0.284
O 47.952 11.893 23.189 0.261 0.367 0.215
O 48.74 11.148 25.622 -0.073 -0.056 0.514
O 16.312 10.931 25.745 -0.488 0.008 -0.196
O 56.135 0.462 24.692 -0.068 -0.462 0.191
O 37.268 13.594 24.664 0.013 -0.017 0.547
O 60.537 1.946 28.023 -0.246 -0.398 -0.212
O 52.751 12.935 26.987 -0.289 -0.066 -0.025
O 51.154 1.78 24.627 0.068 -0.399 -0.031
O 51.631 6.155 25.823 0.258 -0.018 -0.14
O 57.963 3.622 27.189 -0.165 -0.028 -0.023
O 51.287 11.125 25.165 -0.006 -0.317 -0.272
O 6.273 6.616 24.362 -0.204 -0.245 0.136
O 27.543 2.681 27.955 0.038 0.377 -0.375
O 55.645 5.404 25.277 -0.15 -0.042 0.096
O 61.23 -0.04 25.703 -0.273 0.006 0.245
O 55.127 11.949 27.611 0.117 0.491 -0.118
O 5.588 12.105 29.665 0.336 0.308 0.171
O 61.41 7.134 27.233 -0.2 0.176 0.213
O 40.866 10.9 21.642 -0.03 0.025 0.286
O 62.621 9.245 29.336 -0.199 0.077 -0.508
O 59.679 9.369 26.977 -0.12 0.027 0.303
O 55.856 6.824 27.558 -0.27 0.252 0.18
O 60.048 8.62 29.941 0.034 0.283 -0.636
O 53.326 -0.945 27.632 0.153 0.217 -0.05
O 40.365 0.241 27.717 0.196 0.155 0.606
O 60.859 -0.794 23.263 0.178 0.19 0.091
O 59.054 11.839 26.11 0.368 -0.172 -0.354
O 2.927 3.647 28.565 0.557 0.065 -0.103
O 63.013 5.954 22.73 -0.148 -0.115 -0.236
O 66.1 12.321 28.021 -0.483 -0.346 0.12
O 2.597 5.691 30.041 0.594 0.003 -0.105
O 2.449 6.015 27.487 -0.208 -0.146 -0.432
O 2.203 0.217 22.722 -0.115 0.659 -0.239
O 62.033 9.287 25.798 0.459 0.055 0.368
O 57.366 10.458 27.535 -0.177 -0.486 0.215
O 63.511 -2.099 29.406 -0.188 -0.163 -0.418
O 5.746 1.354 32.954 0.059 -0.191 0.041
O 63.138 0.533 29.944 0.226 -0.122 0.197
O 4.15 -0.006 30.83 0.016 -0.405 0.17
O 7.781 5.073 27.76 -0.299 -0.281 0.278
O 10.477 1.075 26.302 0.542 0.297 -0.435
O 5.354 5.795 33.063 0.198 0.113 -0.533
O 5.736 0.678 26.555 -0.187 -0.249 -0.566
O 3.808 12.321 31.673 -0.428 0.42 -0.23
O 6.28 9.77 28.422 -0.002 -0.135 -0.353
O 4.064 1.355 28.342 0.103 0.415 0.226
O 8.264 11.151 22.046 -0.147 0.077 0.253
O 33.896 7.428 27.571 0.165 -0.116 -0.177
O 7.987 -0.534 22.684 0.328 -0.027 0.155
O 7.601 0.906 24.882 -0.348 0.204 -0.203
O 40.034 14.047 27.115 -0.082 -0.375 -0.359
O 12.528 4.194 31.865 0.131 -0.357 -0.029
O 45.73 3.585 26.524 0.152 -0.112 -0.355
O 53.634 14.044 29.928 0.227 -0.09 -0.15
O 7.849 9.084 30.25 0.345 0.168 -0.242
O 39.339 10.79 32.266 -0.284 -0.147 -0.391
O 52.154 -0.115 29.844 -0.44 0.18 -0.559
O 7.19 8.927 32.696 -0.19 -0.229 -0.216
O 10.435 10.957 29.75 0.296 -0.164 -0.344
O 10.441 2.234 28.572 -0.259 0.331 0.469
O 15.03 2.122 23.139 -0.422 0.172 0.423
O 40.051 6.727 29.683 -0.093 0.21 0.246
O 14.195 4.515 29.862 0.103 0.372 0.116
O 16.781 4.25 29.515 -0.08 0.361 -0.231
O 11.837 6.923 27.574 0.092 0.168 -0.052
O 17.864 3.76 31.929 -0.056 -0.617 -0.062
O 17.988 12.135 27.458 -0.144 0.387 0.421
O 18.188 11.697 30.002 0.317 0.518 0.113
O 6.529 11.392 24.599 -0.164 0.306 -0.138
O 58.767 13.793 27.684 -0.045 0.539 0.066
O 13.682 0.188 30.516 0.234 0.038 0.212
O 11.222 0.18 29.885 -0.719 -0.158 0.396
O 15.12 4.085 27.47 -0.42 -0.38 0.078
O 12.108 -0.924 26.186 0.333 -0.426 -0.465
O 42.715 14.01 27.339 -0.104 0.492 -0.043
O 8.14 1.384 27.438 -0.102 -0.38 0.537
O 6.405 1.483 30.511 0.01 0.05 -0.491
O 5.745 -0.555 28.924 0.409 -0.301 -0.005
O 28.305 7.768 24.744 -0.188 -0.66 0.142
O 27.573 8.548 29.941 -0.081 0.108 0.007
O 15.041 9.428 27.407 -0.805 0.196 -0.161
O 23.082 9.582 31.728 -0.255 0.189 -0.454
O 27.928 11.936 27.932 0.578 0.046 -0.624
O 23.534 -1.756 32.061 0.243 -0.356 -0.04
O 55.561 0.881 27.218 0.412 -0.687 0.019
O 21.701 3.106 29.655 0.534 -0.098 0.017
O 22.452 0.718 27.602 0.094 0.372 0.177
O 42.234 4.297 27.883 0.218 0.208 0.118
O 55.435 6.746 30.231 0.15 0.607 0.243
O 28.326 7.326 27.744 -0.138 0.39 -0.539
O 27.26 6.633 32.424 0.667 0.058 0.127
O 36.834 12.365 31.715 0.543 0.038 -0.207
O 24.468 11.309 25.233 0.096 0.013 0.491
O 25.363 8.436 32.18 0 0.346 -0.046
O 23.923 0.022 25.498 -0.098 0.008 -0.72
O 21.226 8.612 27.527 0.096 0.034 0.358
O 38.783 -1.245 29.183 -0.772 0.159 0.303
O 32.181 11.046 29.814 0.453 -0.374 -0.247
O 30.078 2.794 28.966 0.288 -0.33 0.176
O 19.15 8.31 32.954 -0.203 0.156 -0.403
O 23.67 4.839 29.527 0.347 -0.068 -0.251
O 31.016 1.095 25.938 -0.281 0.462 -0.071
O 32.094 4.29 27.741 0.476 0.405 0.099
O 50.653 3.906 32.066 0.424 -0.126 0.1
O 50.233 11.73 27.604 -0.18 -0.02 0.007
O 32.149 12.328 32.065 -0.125 0.04 -0.118
O 12.65 9.651 23.299 0.154 -0.024 0.206
O 37.254 9.534 27.303 -0.303 -0.535 0.124
O 27.286 11.257 33.009 0.059 -0.187 -0.156
O 44.251 0.533 24.829 0.086 0.205 -0.307
O 36.024 6.3 25.557 -0.382 0.542 0.451
O 25.497 5.148 31.316 0.146 -0.334 -0.13
O 35.922 3.28 29.67 0.147 -0.165 -0.445
O 31.155 4.957 30.057 0.187 -0.197 0.672
O 3.252 6.991 32.228 -0.111 0.395 -0.256
O 56.512 2.409 29.118 0.055 -0.059 0.545
O 63.485 5.468 27.844 0.084 0.429 -0.214
O 45.783 1.01 27.027 0.337 -0.033 0.483
O 39.161 10.117 25.614 0.25 0.103 0.456
O 3.737 -0.955 27.095 0.317 -0.157 -0.096
O 45.024 -1.397 26.407 0.37 -0.023 0.365
O 41.611 10.313 24.5 -0.091 0.119 0.294
O 44.965 1.957 31.472 -0.291 0.359 -0.183
O 44.261 6.506 29.965 0.496 0.155 0.193
O 39.902 7.09 27.14 -0.52 -0.083 0.032
O 23.787 8.676 27.093 0.143 -0.145 -0.127
O 43.539 11.256 32.901 0.017 -0.013 -0.469
O 39.074 10.952 28.551 -0.257 0.512 -0.4
O 41.173 14.063 29.45 0.51 0.038 0.34
O 59.215 0.745 32.917 0.026 0.028 -0.297
O 8.168 9.502 25.272 0.123 0.063 -0.14
O 41.382 11.817 27.88 0.187 -0.179 -0.27
O 53.686 11.402 30.441 -0.126 0.133 -0.138
O 46.62 3.899 30.658 -0.232 0.624 0.133
O 51.723 3.236 29.74 -0.075 -0.347 -0.145
O 23.208 2.492 25.758 0.118 0.014 -0.584
O 49.172 3.643 29.929 0.138 -0.036 -0.434
O 49.023 11.458 29.959 -0.523 0.068 -0.242
O 59.189 5.456 25.615 0.291 0.193 0.267
O 46.37 9.111 29.879 0.079 0.07 -0.022
O 46.144 10.206 27.427 0.412 0.11 0.028
O 65.053 9.286 30.306 -0.177 0.122 0.382
O 66.594 -0.362 25.967 -0.322 -0.148 -0.236
O 51.029 -0.813 32.115 -0.045 -0.42 -0.387
O 22.183 10.387 25.798 -0.199 0.337 0.271
O 67.368 13.453 26.102 0.5 -0.229 -0.447
O 23.653 7.089 30.84 -0.283 -0.049 0.053
O 54.705 7.797 25.344 0.008 0.148 0.205
O 50.315 1.475 30.944 -0.686 -0.169 -0.023
O 51.773 8.524 32.817 -0.144 -0.008 -0.314
O 58.288 7.628 31.817 -0.229 0.182 -0.123
O 57.262 13.914 25.49 -0.076 0.069 0.058
O 63.156 14.183 24.154 -0.534 -0.095 0.261
O 3.239 1.967 32.267 -0.285 0.358 -0.328
O 59.482 12.067 29.787 0.575 -0.199 -0.191
O 59.904 14.079 25.297 0.457 -0.408 0.128
O 63.816 0.194 25.017 0.401 0.212 0.149
O 9.611 6.634 28.968 -0.151 0.088 0.191
O 12.811 0.832 27.927 0.159 0.28 -0.354
O 56.105 11.891 24.59 -0.305 -0.202 0.368
O 14.938 2.029 31.816 0.035 0.809 -0.055
O 61.846 6.888 30.343 -0.511 -0.079 -0.425
O 50.949 9.896 29.327 -0.282 -0.504 0.101
O 29.716 9.579 26.042 -0.602 0.384 0.084
O 57.033 12.523 29.194 -0.27 0.207 0.544
O 59.425 0.731 30.044 -0.444 0.091 0.166
O 9.818 13.078 22.803 -0.315 0.085 0.28
O 61.152 -1.043 29.146 -0.274 -0.411 -0.499
O 9.049 7.298 31.937 -0.175 -0.221 -0.622
O 43.935 9.877 23.159 -0.253 0.334 -0.007
O 61.289 4.365 27.292 -0.146 -0.011 0.467
O 65.792 4.635 28.698 -0.137 0.153 -0.208
O 36.928 7.349 31.684 0.561 -0.427 -0.43
O 66.092 7.101 31.415 -0.542 -0.196 -0.173
O 32.209 9.275 26.77 -0.044 0.116 0.651
O 60.083 11.001 32.235 -0.205 0.596 0.236
O 64.79 9.677 27.758 -0.277 -0.179 -0.245
O 66.774 -1.515 28.318 -0.038 0.398 0.339
O 26.494 -0.709 25.135 0.009 -0.25 -0.085
O 63.871 11.546 29.521 -0.369 0.129 -0.109
O 65.094 0.509 33.03 -0.072 0.018 -0.227
O 66.282 9.624 23.194 0.297 0.358 0.45
O 43.935 10.374 25.818 -0.174 0.063 0.415
O 67.023 4.722 32.269 0.281 -0.278 -0.559
O 6.67 3.709 32.145 0.254 0.305 -0.424
O 2.957 1.319 25.053 0.464 0.559 0.106
O 67.351 1.502 29.989 -0.236 0.05 0.075
O 16.28 3.37 25.268 0.085 -0.25 0.32
O 16.29 5.633 32.821 -0.014 0.037 -0.206
O 46.85 -0.056 25.001 -0.008 -0.386 -0.288
O 53.498 6.558 32.03 0.167 -0.164 -0.385
O 7.998 -2.348 33.016 -0.014 -0.178 -0.04
O 10.612 0.296 32.8 -0.089 -0.068 -0.494
O 8.418 1.798 32.198 0.245 -0.026 -0.545
O 10.83 5.744 32.966 0.126 -0.079 -0.474
O 11.628 4.961 29.405 -0.442 -0.458 -0.405
O 58.928 3.277 29.64 -0.033 0.449 0.5
O 66.454 10.81 25.99 0.119 -0.18 -0.102
O 5.506 11.024 32.996 0.033 0.016 -0.268
O 46.201 11.38 25.083 -0.327 0.253 -0.429
O 9.502 12.419 31.789 -0.257 0.328 -0.371
O 42.617 1.145 32.155 -0.191 -0.09 -0.199
O 12.133 -1.556 31.647 0.22 -0.633 -0.107
O 47.697 10.059 31.867 -0.11 -0.101 0.477
O 16.208 0.144 33.048 0.225 0 0.381
O 15.224 2.133 29.215 0.225 -0.146 -0.412
O 42.395 4.777 30.514 -0.066 -0.141 0.184
O 12.537 2.539 29.923 0.11 -0.313 -0.006
O 18.793 5.644 30.366 -0.341 0.284 -0.252
O 13.084 9.055 31.931 0.189 0.015 -0.181
O 14.234 6.833 31.77 0.14 -0.459 -0.405
O 15.99 11.877 31.619 -0.193 -0.201 -0.165
O 17.648 9.956 31.869 0.142 -0.212 -0.147
O 17.771 -1.493 31.794 0.249 -0.225 -0.561
O 19.611 13.474 32.846 0.15 -0.126 -0.417
O 20.448 2.023 31.755 -0.345 0.351 -0.08
O 65.25 8.53 25.404 -0.051 -0.204 0.155
O 16.142 0.009 30.463 0.381 0.06 -0.683
O 19.088 3.051 29.756 -0.211 -0.149 -0.658
O 34.463 11.906 30.727 -0.137 0.449 -0.281
O 20.767 6.613 31.829 0.577 0.022 -0.235
O 24.535 9.262 29.636 -0.325 0.46 0.198
O 19.948 7.929 29.711 -0.154 0.352 0.452
O 21.579 11.377 32.839 -0.194 0.15 -0.296
O 63.554 12.952 31.747 -0.435 0.118 -0.214
O 21.975 0.201 32.843 0.271 -0.113 -0.153
O 32.792 13.394 25.461 -0.308 0.373 0.205
O 26.133 -0.525 30.526 -0.249 -0.02 -0.364
O 26.454 1.523 32.058 0.382 -0.023 0.2
O 22.998 4.837 32.042 -0.777 0.067 -0.015
O 24.516 2.944 33.013 0.094 -0.048 -0.141
O 28.025 4.273 31.759 -0.18 -0.345 -0.64
O 43.709 0.336 29.883 -0.209 -0.717 -0.146
O 53.984 2.58 28.594 -0.152 -0.036 -0.105
O 64.555 12.315 23.072 0.446 -0.259 -0.052
O 57.05 5.341 21.97 -0.026 -0.066 0.063
O 52.647 1.344 32.02 0.146 0.589 -0.531
O 30.069 13.772 32.845 0.181 0.188 -0.248
O 5.097 8.595 30.39 -0.042 0.001 0.629
O 63.59 2.289 31.825 0.283 0.607 -0.2
O 54.616 14.086 25.656 0.116 0.076 0.103
O 29.949 2.852 32.716 0.015 -0.034 -0.502
O 31.692 1.165 31.723 -0.29 0.045 -0.357
O 34.006 1.581 30.494 -0.113 -0.086 -0.253
O 32.711 5.636 32.77 -0.221 0.037 -0.275
O 28.924 9.475 32.004 0.255 -0.379 -0.062
O 31.011 7.14 31.595 -0.182 0.495 -0.229
O 64.119 4.045 24.264 0.136 -0.148 0.595
O 33.271 9.956 31.974 -0.46 -0.449 -0.099
O 35.312 -2.309 32.897 -0.005 0.139 -0.352
O 52.581 13.079 32.157 -0.372 0.25 0.053
O 38.056 0.361 32.7 0.115 0.118 -0.55
O 63.398 7.087 32.302 -0.074 0.654 -0.109
O 33.608 -0.57 32.009 -0.196 -0.298 -0.367
O 36.199 1.995 31.897 0.013 -0.152 -0.222
O 21.962 13.434 30.203 -0.308 -0.34 0.387
O 33.068 6.838 29.998 0.311 0.318 0.301
O 35.036 8.272 33.073 -0.086 -0.222 -0.142
O 34.386 3.89 31.75 -0.133 0.254 -0.416
O 34.683 9.415 26.007 0.197 -0.062 0.038
O 27.568 13.755 29.835 0.205 0.231 -0.603
O 16.592 13.508 25.862 0.248 0.094 -0.053
O 42.876 0.971 27.465 0.439 -0.071 -0.098
O 66.908 1.756 27.393 -0.614 0.349 0.15
O 33.736 -0.058 27.517 0.34 -0.022 0.051
O 39.279 5.087 31.711 -0.117 0.425 0.002
O 40.872 3.132 32.677 0.012 -0.084 -0.293
O 42.541 7.012 31.903 0.063 0.109 -0.441
O 40.811 8.653 32.88 -0.133 0.007 -0.577
O 36.12 9.911 31.413 0.142 -0.041 0.31
O 36.608 4.323 27.308 0.299 -0.174 -0.04
O 39.276 12.907 30.738 -0.646 -0.097 0.031
O 41.361 12.64 32.265 -0.084 0.524 -0.516
O 44.612 -0.614 32.105 0.018 -0.199 -0.573
O 46.378 -2.284 32.992 0.018 0.017 -0.363
O 46.36 2.669 0.046 -0.087 -0.048 -0.199
O 47.557 1.793 31.988 0.252 -0.32 -0.513
O 44.353 5.175 32.236 -0.067 -0.053 -0.106
O 46.145 3.518 33.172 0.316 -0.143 0.538
O 33.307 13.875 28.018 -0.054 -0.272 0.303
O 48.902 5.76 32.858 -0.161 0.003 -0.398
O 45.208 9.338 32.181 -0.475 -0.291 -0.477
O 12.368 12.54 23.275 -0.127 -0.378 -0.445
O 48.361 12.51 32.226 0.207 0.288 -0.264
O 51.702 -0.069 22.142 -0.161 0.063 0.211
O 54.268 11.431 33.189 0.108 0.154 -0.057
O 54.985 9.46 31.781 0.11 -0.615 -0.14
O 39.938 -1.066 31.614 0.143 0.063 -0.022
O 54.605 0.012 33.007 0.068 -0.044 -0.306
O 54.748 0.227 29.535 0.215 -0.036 0.493
O 58.731 -1.77 30.094 -0.271 0.251 0.184
O 55.372 4.661 31.917 -0.246 0.111 -0.479
O 19.959 9.434 24.333 -0.007 0.068 0.526
O 50.205 10.552 32.139 0.404 -0.01 -0.198
O 49.974 13.414 25.635 -0.451 0.156 0.422
O 53.894 11.089 25.512 0.441 -0.1 -0.253
O 56.573 -2.052 32.965 -0.146 0.195 -0.652
O 52.869 9.289 24.03 -0.327 -0.117 -0.281
O 53.682 4.896 29.906 0.239 0.298 -0.078
O 60.695 -0.956 31.701 0.548 -0.247 -0.155
O 29.229 0.637 27.849 0.046 -0.292 -0.125
O 27.81 1.521 24.673 0.105 0.283 0.527
O 53.325 8.85 29.668 0.124 -0.684 -0.077
O 61.98 4.807 32.092 -0.005 -0.231 -0.487
O 59.809 5.869 32.92 -0.203 -0.002 -0.117
O 37.813 8.931 29.738 0.688 -0.457 -0.021
O 10.182 7.871 25.741 -0.115 -0.42 -0.349
O 14.539 5.267 25.19 -0.063 -0.037 0.172
O 57.978 12.412 31.862 -0.439 0.138 -0.366
O 59.953 2.912 25.643 0.203 -0.25 -0.271
O 57.634 3.772 24.577 0.123 -0.299 -0.48
O 5.65 3.09 21.987 -0.22 0.052 0.545
O 11.945 7.356 30.234 -0.24 0.026 0.445
O 63.951 5.315 30.435 0.163 -0.181 0.17
O 47.136 7.531 31.969 0.059 -0.209 -0.28
O 62.418 8.153 0.348 0.125 -0.206 -0.048
O 67.145 -0.394 31.87 0.128 -0.483 -0.352
O 61.782 9.13 31.854 0.384 -0.329 -0.04
O 20.136 0.691 22.998 -0.179 0.02 -0.078
O 47.612 5.423 28.84 -0.208 0.064 0.522
O 65.169 11.262 32.929 0.041 -0.17 -0.113
O 60.04 7.767 25.071 0.084 0.165 -0.631
O 42.329 6.979 28.235 0.06 -0.13 0.096
O 63.11 -0.288 27.492 0.143 -0.033 -0.114
O 3.877 7.117 25.68 -0.066 -0.426 -0.155
O 49.711 7.928 25.301 -0.007 0.284 0.124
O 58.088 10.003 30.764 -0.365 0.144 0.048
O 28.088 -1.124 32.016 0.268 0.591 -0.49
O 3.571 10.545 29.537 -0.461 -0.022 -0.071
O 29.85 9.875 29.542 0.024 -0.591 -0.03
O 6.47 -0.915 31.596 0.332 -0.211 -0.341
O 29.87 12.473 29.644 0.223 0.674 0.225
O 47.661 9.35 24.181 -0.433 -0.302 0.099
O 38.078 1.803 25.099 0.48 -0.056 0.244
O 33.554 1.015 25.128 0.277 -0.507 -0.224
O 3.022 13.044 29.387 0.022 0.115 -0.144
O 14.244 8.322 29.633 -0.067 0.06 -0.029
O 13.574 0.189 22.2 -0.27 -0.002 0.277
O 6.092 12.045 27.109 -0.363 0.159 0.086
O 8.025 7.621 27.071 -0.401 0.017 -0.441
O 58.779 0.009 24.76 -0.18 0.187 0.601
O 52.911 10.44 27.751 0.072 -0.134 -0.219
O 55.463 2.882 25.612 -0.246 0.265 0.441
O 61.38 2.47 30.429 0.028 0.546 0.371
O 55.658 10.128 29.381 0.327 -0.399 0.116
O 42.1 2.346 29.57 -0.411 -0.186 0.26
O 57.191 2.859 32.854 -0.127 -0.152 -0.427
O 27.473 5.958 29.817 0.467 -0.548 -0.25
O 30.922 11.373 27.563 -0.022 0.395 -0.075
O 67.58 8.436 29.894 -0.111 -0.245 -0.253
O 63.677 3.068 29.23 -0.169 -0.109 -0.483
O 9.444 3.468 26.514 0.713 0.131 -0.09

Results
total energy: -406604.589 eV
total energy less fixed offsets of O -438.35, Si -107.03 eV per atom: 8.211 eV
